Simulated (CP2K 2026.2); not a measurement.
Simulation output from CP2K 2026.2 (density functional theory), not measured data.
Periodic cell of 1182 atoms, Si850O332, from a study of silicon, its oxide and their interface. The atomic structure is a simulated model.
Doubt: the forces sum to 4.64 eV/angstrom along one axis rather than to zero, so they err by at least 0.0039 eV/angstrom per atom on average; the grid cutoff is modest.

Settings
functional: PBE
method: Gaussian and plane waves
basis set: DZVP-MOLOPT-SR-GTH
pseudopotentials: GTH-PBE
grid cutoff: 350 Ry, relative cutoff 50 Ry
k points: Gamma only
occupations: fixed
spin: none
net charge: 0

Cell vectors (angstrom)
a	16.4025	0	0
b	0	32.805	0
c	0	0	40.0995

Atoms: element, x, y, z (angstrom)
Si	16.3934	0.1995	0.2245
Si	2.9331	3.0107	40.0601
Si	16.1035	5.1553	0.1438
Si	2.4319	8.2337	0.5093
Si	0.3084	10.4374	39.9469
Si	2.6473	13.4719	40.0958
Si	16.26	16.671	39.9415
Si	2.6172	19.2417	39.6893
Si	0.5503	21.6729	39.7452
Si	3.5419	24.4048	39.5802
Si	16.373	26.8365	39.5192
Si	2.9671	30.0271	40.0793
Si	5.7391	32.7298	0.177
Si	8.6385	2.903	40.0833
Si	4.6999	6.1175	40.0663
Si	8.2721	8.291	39.785
Si	4.8637	11.1083	0.4879
Si	7.6294	13.5755	0.0319
Si	5.7648	16.0468	0.1501
Si	8.3329	18.724	0.1276
Si	5.593	21.965	39.8193
Si	8.4332	24.5111	39.9776
Si	5.2047	27.7625	39.9569
Si	8.0277	30.4772	39.9474
Si	11.2664	32.7307	0.4513
Si	13.3429	3.0676	0.132
Si	11.2108	5.226	0.4683
Si	14.0805	7.4684	0.2154
Si	11.1123	10.7918	40.0211
Si	13.7282	13.8081	39.9942
Si	10.3304	16.433	0.1467
Si	13.7933	18.7229	39.7416
Si	10.6933	22.3311	40.0773
Si	13.4676	25.0113	0.0839
Si	11.2146	27.2187	40.0558
Si	13.5239	30.5366	0.2424
Si	1.6097	1.4439	1.3717
Si	4.1592	4.2617	1.4902
Si	1.1841	6.547	1.5491
Si	3.8411	9.5049	1.8129
Si	1.1529	12.192	1.3039
Si	3.9606	15.018	1.3121
Si	1.3876	17.8908	1.1541
Si	4.2594	20.4254	0.9895
Si	1.6818	23.3686	0.931
Si	4.2492	26.0193	1.1496
Si	1.3413	28.5737	0.9748
Si	4.0953	31.5442	1.4101
Si	6.9838	1.5747	1.314
Si	9.5887	4.122	1.7002
Si	6.7059	6.9773	1.0956
Si	9.7947	9.2844	1.2761
Si	6.6428	12.1494	1.6074
Si	9.2742	14.8085	1.4553
Si	6.8995	17.5699	1.5499
Si	9.6012	20.5151	1.1496
Si	6.9403	23.2683	1.1917
Si	9.6432	26.047	1.2396
Si	6.9692	28.7297	1.1177
Si	9.5386	31.4717	1.4162
Si	12.3398	1.5552	1.6742
Si	14.9036	3.9427	1.7434
Si	12.4807	6.6533	1.7557
Si	15.055	9.3804	1.2809
Si	12.2814	12.3556	1.2432
Si	15.0753	15.1011	1.2688
Si	12.2195	17.6846	1.1555
Si	15.0814	20.5375	0.8303
Si	12.306	23.3912	1.3107
Si	15.0694	26.1608	1.3052
Si	12.4146	28.7035	1.3327
Si	15.2152	31.4986	1.553
Si	0.0906	2.628	2.8544
Si	2.8395	0.0792	2.831
Si	16.2972	8.0702	2.8616
Si	2.6893	5.3905	2.913
Si	16.2907	13.6451	2.6591
Si	2.4881	10.9921	2.918
Si	16.3821	19.2554	2.4527
Si	2.6746	16.4788	2.5991
Si	0.1509	24.6559	2.4322
Si	2.9066	21.8935	2.438
Si	0.1749	29.9709	2.6479
Si	2.742	27.3215	2.486
Si	5.5823	2.8542	2.7553
Si	8.2013	0.0861	2.7464
Si	5.4533	8.1645	2.8131
Si	8.0623	5.574	2.7127
Si	5.3068	13.668	2.8247
Si	8.268	10.7577	2.6895
Si	5.4763	19.1052	2.573
Si	8.1849	16.2664	2.9189
Si	5.5943	24.6626	2.5444
Si	8.2544	21.8723	2.5679
Si	5.5501	30.076	2.5919
Si	8.2741	27.3847	2.5832
Si	10.9008	2.7587	3.0543
Si	13.7564	0.0509	2.8737
Si	11.0179	8.0965	2.8734
Si	13.6902	5.3214	3.1663
Si	10.8815	13.6046	2.679
Si	13.6474	10.8823	2.6104
Si	10.9835	19.1728	2.5444
Si	13.6283	16.4159	2.5915
Si	10.9632	24.7077	2.6891
Si	13.778	21.9005	2.3945
Si	10.9721	30.0571	2.6899
Si	13.7894	27.4564	2.7535
Si	1.3534	4.0352	4.2758
Si	4.2136	1.441	4.1395
Si	1.2402	9.5033	4.2218
Si	4.0746	6.8163	4.2002
Si	1.319	15.0532	3.9766
Si	3.9679	12.3109	4.218
Si	1.4183	20.5814	3.8449
Si	4.0732	17.7958	3.9814
Si	1.4383	25.9614	3.933
Si	4.2073	23.2619	3.9045
Si	1.452	31.4166	4.0604
Si	4.1302	28.6852	3.9499
Si	6.8486	4.188	4.1926
Si	9.5391	1.3211	4.269
Si	6.8418	9.5358	4.1435
Si	9.5102	6.8173	4.1581
Si	6.7355	14.9711	4.2061
Si	9.5527	12.2165	4.0648
Si	6.8526	20.505	3.9355
Si	9.6293	17.7897	4.0084
Si	6.9076	26.0158	3.9658
Si	9.5921	23.2546	3.9881
Si	6.8487	31.4544	4.0814
Si	9.5918	28.7017	4.0583
Si	12.2604	4.0368	4.4445
Si	15.125	1.3423	4.2923
Si	12.3393	9.5774	4.1299
Si	15.031	6.7907	4.3635
Si	12.2721	15.0334	3.9987
Si	14.9744	12.2571	4.0473
Si	12.3953	20.5579	3.8721
Si	15.0322	17.8397	3.9098
Si	12.3731	26.0404	4.0476
Si	15.1471	23.2573	3.8137
Si	12.3166	31.4373	4.1463
Si	15.1606	28.7753	4.1071
Si	16.3988	32.782	16.4125
Si	2.7194	2.7307	16.4238
Si	16.3921	5.4923	16.4348
Si	2.7178	8.2285	16.4171
Si	16.376	10.9747	16.4116
Si	2.7034	13.6951	16.3878
Si	16.3988	16.4207	16.3411
Si	2.7378	19.1396	16.3224
Si	0.0296	21.8428	16.3344
Si	2.7522	24.5576	16.3442
Si	0.0126	27.2992	16.3704
Si	2.7408	30.0326	16.4001
Si	5.4697	32.7873	16.4227
Si	8.189	2.7269	16.4429
Si	5.446	5.4808	16.4179
Si	8.1747	8.2341	16.409
Si	5.4467	10.9694	16.4016
Si	8.1889	13.696	16.3758
Si	5.4443	16.4178	16.3505
Si	8.2009	19.1419	16.3279
Si	5.4847	21.8589	16.3197
Si	8.2256	24.5829	16.3389
Si	5.4838	27.2882	16.3742
Si	8.2147	30.0277	16.3919
Si	10.9325	32.7733	16.4135
Si	13.6609	2.7316	16.4221
Si	10.9214	5.4961	16.4412
Si	13.6507	8.2429	16.4373
Si	10.9099	10.9717	16.3884
Si	13.655	13.7046	16.3602
Si	10.9391	16.4195	16.3552
Si	13.6938	19.1375	16.3433
Si	10.9596	21.8615	16.3273
Si	13.6967	24.5819	16.3401
Si	10.955	27.3021	16.3589
Si	13.6714	30.0339	16.387
Si	1.3468	1.3609	17.7842
Si	4.0791	4.1132	17.7845
Si	1.3597	6.8675	17.8018
Si	4.0843	9.5998	17.7769
Si	1.3341	12.3436	17.7825
Si	4.0756	15.0647	17.7407
Si	1.3743	17.7781	17.6942
Si	4.1055	20.5041	17.6794
Si	1.4054	23.1781	17.7137
Si	4.1087	25.9118	17.7241
Si	1.3674	28.6586	17.7541
Si	4.0968	31.4101	17.7691
Si	6.82	1.3516	17.8132
Si	9.5434	4.1247	17.7989
Si	6.8	6.8703	17.7727
Si	9.5342	9.618	17.7647
Si	6.8201	12.3386	17.7575
Si	9.574	15.0541	17.7294
Si	6.815	17.7938	17.6946
Si	9.5872	20.4968	17.6817
Si	6.8527	23.2154	17.6887
Si	9.5922	25.9356	17.7197
Si	6.8533	28.6469	17.7472
Si	9.5688	31.3927	17.7751
Si	12.2891	1.3529	17.7744
Si	15.0108	4.1239	17.7876
Si	12.2736	6.8866	17.8141
Si	15.0096	9.6269	17.8061
Si	12.2884	12.3444	17.7309
Si	15.032	15.0635	17.7158
Si	12.3311	17.7701	17.7108
Si	15.0823	20.4793	17.7135
Si	12.3386	23.2127	17.6965
Si	15.0505	25.9325	17.7328
Si	12.3084	28.658	17.7462
Si	15.0266	31.4037	17.762
Si	16.3834	2.7547	19.142
Si	2.7115	32.7757	19.132
Si	16.3946	8.254	19.1601
Si	2.7368	5.4932	19.1665
Si	16.3525	13.7216	19.1393
Si	2.7103	10.9647	19.1358
Si	0.0464	19.1193	19.1001
Si	2.7002	16.4317	19.1017
Si	0.0287	24.5375	19.0567
Si	2.7692	21.8207	19.1062
Si	16.39	30.0236	19.1192
Si	2.735	27.2646	19.0922
Si	5.4316	2.7447	19.1592
Si	8.1997	32.755	19.1532
Si	5.4449	8.2331	19.1577
Si	8.1621	5.518	19.1454
Si	5.4445	13.7049	19.1098
Si	8.1672	10.9691	19.1463
Si	5.4417	19.1532	19.0617
Si	8.1856	16.4339	19.0485
Si	5.4702	24.5321	19.0791
Si	8.2283	21.8631	19.0431
Si	5.4798	30.021	19.0958
Si	8.2201	27.2708	19.1121
Si	10.92	2.7333	19.1338
Si	13.6563	32.776	19.1246
Si	10.8957	8.2881	19.162
Si	13.6438	5.4964	19.162
Si	10.9378	13.689	19.1141
Si	13.6286	11.0234	19.1535
Si	10.9632	19.1463	19.0454
Si	13.6935	16.4168	19.1013
Si	10.9806	24.5762	19.0647
Si	13.7169	21.8538	19.0561
Si	10.9324	30.0032	19.1276
Si	13.6844	27.2989	19.1124
Si	1.3485	4.1281	20.5164
Si	4.0548	1.3534	20.5079
Si	1.3599	9.618	20.543
Si	4.0964	6.8706	20.5529
Si	1.3117	15.1028	20.4917
Si	4.0833	12.3328	20.481
Si	1.4443	20.4274	20.4946
Si	4.0655	17.8132	20.4485
Si	1.377	25.869	20.4434
Si	4.1397	23.1644	20.4944
Si	1.3253	31.412	20.4877
Si	4.1078	28.6437	20.4256
Si	6.7872	4.1529	20.5089
Si	9.5676	1.3475	20.4916
Si	6.7959	9.6087	20.5337
Si	9.4939	6.9326	20.5085
Si	6.814	15.1027	20.4354
Si	9.5523	12.3407	20.4896
Si	6.8228	20.531	20.3861
Si	9.5685	17.7967	20.3798
Si	6.8411	25.8776	20.4419
Si	9.6304	23.1918	20.4063
Si	6.8401	31.3469	20.5065
Si	9.5774	28.6252	20.5114
Si	12.2532	4.1224	20.5128
Si	14.9925	1.3817	20.4772
Si	12.2269	9.706	20.5364
Si	15.0179	6.8843	20.5097
Si	12.3335	15.0408	20.4666
Si	14.97	12.4004	20.549
Si	12.3543	20.4906	20.4047
Si	15.0836	17.7615	20.4731
Si	12.3428	25.9086	20.4714
Si	15.1004	23.1771	20.4365
Si	12.3041	31.377	20.4762
Si	15.0457	28.6467	20.5055
Si	16.3617	0.0247	21.8405
Si	2.664	2.7088	21.8872
Si	0.0061	5.5376	21.8886
Si	2.6989	8.2167	21.9408
Si	16.394	11.0464	21.8601
Si	2.7194	13.7398	21.7847
Si	16.392	16.4411	21.962
Si	2.755	19.0682	21.9729
Si	0.0559	21.791	21.8049
Si	2.7383	24.5189	21.8329
Si	16.3829	27.1757	21.821
Si	2.6879	29.9631	21.7655
Si	5.4472	32.7517	21.8164
Si	8.1524	2.7273	21.8049
Si	5.508	5.5556	21.9454
Si	8.1953	8.323	21.9617
Si	5.392	10.951	21.8904
Si	8.1686	13.7353	21.7847
Si	5.4834	16.5128	21.7777
Si	8.2323	19.213	21.6963
Si	5.5091	21.794	21.8895
Si	8.2066	24.4686	21.7732
Si	5.466	27.263	21.7718
Si	8.1807	29.944	21.9101
Si	10.9344	32.7417	21.8286
Si	13.622	2.7386	21.8668
Si	10.8358	5.5182	21.8134
Si	13.6354	8.3117	21.7965
Si	10.8548	11.0477	21.9979
Si	13.6299	13.7643	22.0031
Si	10.8989	16.4037	21.7186
Si	13.7114	19.144	21.7821
Si	11.0582	21.8916	21.7691
Si	13.7825	24.5715	21.8034
Si	10.9475	27.2219	21.869
Si	13.6884	30.0489	21.8713
Si	1.2072	1.4082	23.2993
Si	4.1025	4.0803	23.1482
Si	1.3655	6.8417	23.3677
Si	4.0462	9.5864	23.3429
Si	1.3389	12.4725	23.2184
Si	4.0582	15.1748	23.0801
Si	1.3616	17.7287	23.4358
Si	4.2282	20.3837	23.3187
Si	1.4325	23.0814	23.22
Si	4.0837	25.9527	23.1477
Si	1.384	28.5049	23.1161
Si	4.0111	31.3584	23.1178
Si	6.8656	1.2931	23.2095
Si	9.4436	4.158	23.1916
Si	6.8949	6.9712	23.3883
Si	9.4559	9.7342	23.4396
Si	6.7985	12.3805	23.1511
Si	9.5112	15.1271	23.1451
Si	6.8591	17.933	23.0933
Si	9.5941	20.5777	23.0505
Si	6.9038	23.1598	23.2444
Si	9.5546	25.7596	23.1864
Si	6.8469	28.4567	23.2469
Si	9.5999	31.3428	23.1823
Si	12.2713	1.3075	23.2217
Si	15.0019	4.1653	23.1899
Si	12.1434	7.0186	23.0789
Si	15.009	9.6674	23.1893
Si	12.1334	12.5038	23.3922
Si	15.0107	15.1486	23.4172
Si	12.2621	17.7716	23.0267
Si	15.1291	20.4208	23.2054
Si	12.5109	23.176	23.163
Si	15.1194	25.8092	23.2932
Si	12.3901	28.5649	23.2281
Si	15.0405	31.4908	23.2501
Si	16.2075	2.8529	24.7522
Si	2.5863	32.7477	24.5139
Si	16.3512	8.3173	24.6715
Si	2.8151	5.3243	24.6075
Si	0.1775	13.8628	24.7534
Si	2.6056	11.0399	24.592
Si	16.32	19.0929	24.7939
Si	2.9086	16.3669	24.7258
Si	0.0893	24.3876	24.6543
Si	2.7867	21.6673	24.6241
Si	0.0382	29.9459	24.3312
Si	2.7104	27.225	24.6479
Si	5.4331	2.7152	24.4711
Si	8.2882	32.7125	24.5812
Si	5.5115	8.3215	24.8017
Si	8.1974	5.5092	24.7668
Si	5.4097	13.7984	24.3224
Si	8.0241	11.2107	24.7795
Si	5.7492	19.1787	24.7528
Si	8.1776	16.5625	24.3973
Si	5.4093	24.5473	24.4277
Si	8.4224	21.8684	24.6554
Si	5.3725	29.9086	24.3928
Si	8.1347	26.9611	24.6742
Si	10.8281	2.7226	24.4121
Si	13.6409	0.0907	24.7725
Si	10.885	8.2607	24.6582
Si	13.5311	5.6271	24.2643
Si	10.6682	13.9202	24.8128
Si	13.6475	11.079	24.4903
Si	10.9035	19.1408	24.2863
Si	13.4391	16.5495	24.619
Si	11.0801	24.462	24.4612
Si	13.8487	21.7915	24.5904
Si	10.9358	29.9467	24.4959
Si	13.7821	27.1891	24.6831
Si	1.3943	4.0564	26.0559
Si	4.2553	1.0791	25.7085
Si	0.9474	10.0355	26.0531
Si	4.1293	6.7521	25.9352
Si	2.0953	14.6837	26.2455
Si	4.1469	12.4183	25.6863
Si	1.3129	20.5132	26.1136
Si	4.7193	17.3972	25.9499
Si	1.7015	25.4621	25.9919
Si	3.9913	23.3027	25.803
Si	1.4357	31.1036	25.783
Si	3.7701	28.9971	25.8815
Si	6.8883	3.8524	25.9311
Si	9.3021	1.6627	25.8853
Si	6.3783	10.21	26.1701
Si	10.0451	6.4656	26.0088
Si	6.7694	15.168	25.6222
Si	8.8793	12.9853	26.2009
Si	7.4646	20.3332	26.1832
Si	9.5391	17.9262	25.7572
Si	6.6605	25.4669	26.1807
Si	10.2641	22.7793	25.9762
Si	6.4943	31.5514	25.5954
Si	9.7174	28.3388	25.7229
Si	12.1589	4.2448	25.4937
Si	14.4147	2.0178	26.1869
Si	12.5812	9.4422	25.7993
Si	14.6081	7.1067	25.7064
Si	11.7294	15.6569	26.0695
Si	15.2327	12.2592	25.7751
Si	12.3134	20.3699	25.6279
Si	14.4318	18.0989	26.0509
Si	11.9798	26.1643	25.8547
Si	15.5267	22.7706	26.1441
Si	12.4737	31.1356	25.8675
Si	14.9053	28.9777	25.7984
Si	15.9461	0.0524	32.0631
Si	2.958	2.3488	28.1426
Si	0.1527	5.3345	34.0393
Si	4.9936	4.7579	28.2768
Si	12.13	10.9362	28.6088
Si	4.7111	9.9128	29.6887
Si	1.7227	16.1422	29.1761
Si	15.1231	20.2419	29.6108
Si	13.9199	22.6523	28.5877
Si	8.8281	24.4481	34.3252
Si	15.9116	30.5834	28.0473
Si	8.6822	1.5041	28.6642
Si	13.8466	3.7408	34.6021
Si	2.8135	8.634	27.7728
Si	9.4729	7.1131	29.0718
Si	7.518	9.5966	29.1537
Si	9.4985	11.8745	29.2181
Si	3.1173	18.8456	28.2957
Si	6.3564	22.8511	27.7248
Si	2.5853	23.4409	30.8412
Si	4.7837	27.2172	28.2089
Si	15.7834	31.5236	34.7174
Si	16.0928	5.6636	27.9146
Si	12.16	3.9723	30.2808
Si	14.6097	3.1561	28.9358
Si	13.5154	11.2331	31.1529
Si	13.8315	21.8946	31.4556
Si	8.2648	26.0765	31.753
Si	11.457	24.3044	28.1516
Si	8.9056	29.3815	28.509
Si	12.5448	1.263	36.0341
Si	0.9245	30.3937	30.7945
Si	5.3515	4.9719	31.3902
Si	5.4946	9.9976	33.6671
Si	0.9093	10.412	33.8151
Si	1.4307	6.9237	29.8794
Si	2.2968	13.9146	31.3663
Si	13.8239	15.1603	30.5085
Si	9.0633	19.8278	33.418
Si	1.7271	16.8933	34.1742
Si	4.7429	20.3455	33.4745
Si	3.2797	31.7224	32.1443
Si	2.1392	1.4985	31.0477
Si	7.1674	31.7706	28.4411
Si	9.6316	6.5704	33.5801
Si	7.4527	3.1102	32.3895
Si	11.5462	6.7377	31.2768
Si	3.5125	14.6168	34.18
Si	12.2515	20.3002	33.2835
Si	7.0926	22.136	33.1288
Si	12.2482	18.2523	37.0125
Si	3.7888	20.647	30.6395
Si	6.7205	28.2537	30.3984
Si	11.5925	28.9519	30.041
Si	11.4613	31.5443	31.426
Si	12.9781	31.1747	28.837
Si	13.9809	2.2857	31.7062
Si	12.8449	9.0292	33.2023
Si	11.1293	11.213	34.8041
Si	13.3658	13.7239	27.961
Si	15.1972	17.1732	28.9319
Si	12.0901	25.6762	36.3556
Si	13.9563	18.0902	34.2547
Si	11.8016	24.8069	33.6319
Si	0.2955	26.0409	34.1089
Si	12.6809	31.6413	34.1586
Si	15.5304	2.5736	38.6733
Si	1.4004	27.331	31.4208
Si	1.3677	6.991	36.1272
Si	2.2951	4.5913	31.7787
Si	0.1241	11.9109	31.4435
Si	0.3009	16.7462	36.993
Si	16.0715	19.4159	35.9027
Si	14.7582	23.5029	33.7786
Si	1.7313	20.0015	33.9907
Si	1.9323	25.8423	28.8983
Si	8.7326	0.3003	31.5528
Si	7.4932	4.9366	34.8084
Si	8.2694	31.6989	37.0512
Si	2.9342	9.7861	35.6848
Si	9.0105	4.1951	29.9958
Si	1.9418	9.5238	31.2555
Si	6.7366	7.1724	33.1679
Si	4.9167	12.2674	31.2957
Si	9.8565	20.3507	36.3705
Si	6.3606	24.0571	30.7469
Si	6.2154	31.2319	31.1383
Si	7.7419	25.677	37.0268
Si	1.9827	29.9451	34.528
Si	11.6707	5.9112	35.6289
Si	15.4476	7.9722	34.5271
Si	10.2674	15.0474	33.8127
Si	12.1741	13.9826	35.432
Si	15.461	15.5773	33.2016
Si	15.2876	14.2923	35.8243
Si	11.1902	26.0598	30.8112
Si	14.02	21.4827	35.7326
Si	10.5983	30.3734	35.9496
Si	15.2351	26.306	36.6972
Si	4.4784	2.5799	37.4631
Si	5.3972	32.7212	37.078
Si	11.2613	13.5594	31.2061
Si	3.0762	5.0192	37.9105
Si	3.3641	14.0525	37.2689
Si	7.1683	11.0263	35.9305
Si	5.943	18.3613	35.5388
Si	4.2091	17.1377	37.8479
Si	3.9312	25.7096	32.1179
Si	7.1864	20.1987	37.8244
Si	0.3638	0.1607	37.3629
Si	7.4945	3.6079	37.5093
Si	9.7463	1.6222	37.5967
Si	8.4237	11.073	38.5157
Si	10.0669	6.7476	37.9802
Si	6.3939	14.3359	32.8676
Si	4.6119	11.2508	37.6497
Si	1.0107	21.0871	31.4162
Si	7.9066	17.0161	33.5756
Si	11.6924	22.5704	37.1531
Si	9.9536	27.7044	37.3831
Si	8.5562	12.8786	34.4995
Si	2.7712	31.3254	37.1746
Si	12.6681	10.5976	37.3268
Si	12.6348	7.8519	37.4815
Si	11.7257	15.2273	37.9845
Si	15.2843	12.125	37.8465
Si	15.8972	24.1639	38.4173
Si	3.1179	26.9076	34.7082
Si	12.4974	31.9277	37.9822
Si	4.7895	26.2228	37.3007
O	0.113	32.29	38.8276
O	2.5126	30.747	38.6655
O	3.7965	2.1509	38.911
O	9.805	2.0884	39.1911
O	15.2059	6.4193	39.6693
O	16.1816	4.0592	38.9445
O	3.6593	7.4104	39.8262
O	1.4904	9.2642	39.6588
O	3.2989	10.4249	37.1364
O	16.2576	10.9261	38.4038
O	3.8369	12.3431	0.1415
O	2.2557	13.6701	38.443
O	14.8832	12.9063	39.2242
O	14.9488	17.5651	39.4643
O	3.1214	18.2718	38.3991
O	1.5892	20.4739	39.1454
O	0.0329	22.6233	38.4605
O	0.4855	26.7465	32.6445
O	4.4566	23.0566	39.3244
O	0.4563	25.2189	39.288
O	15.682	27.2392	38.0113
O	3.7637	25.2052	38.1004
O	4.2161	29.0406	39.6296
O	5.4587	27.2261	38.4077
O	5.6081	0.1779	38.66
O	6.8209	31.4997	0.2535
O	6.8331	32.2304	36.4605
O	7.9838	4.0369	39.0194
O	4.5461	5.5239	38.4966
O	2.3007	4.289	39.1754
O	8.606	7.4292	38.3562
O	8.355	7.5808	33.2572
O	5.1028	10.593	39.048
O	7.4916	12.6083	35.6926
O	7.7217	12.5422	38.8067
O	5.7999	13.6458	31.4914
O	5.338	17.0339	39.0056
O	6.7021	14.8353	39.5735
O	9.4345	17.6688	39.5514
O	7.2637	19.135	39.0482
O	10.6423	21.7739	36.174
O	6.3081	21.4606	38.3939
O	9.5556	23.3933	39.5121
O	7.8257	24.9958	38.5083
O	6.1577	25.6343	36.5746
O	10.3297	28.1388	38.9299
O	8.5867	2.5508	36.9073
O	12.3678	31.5517	0.8535
O	12.1857	4.1611	39.7799
O	13.8924	2.7601	38.6652
O	11.3515	10.9361	36.4048
O	10.4516	6.0629	39.3919
O	13.1938	7.705	38.9694
O	13.2708	9.1743	36.8054
O	9.9382	11.3731	39.0161
O	12.3024	10.4409	38.9082
O	15.5192	15.7451	36.5109
O	13.0409	14.7687	38.8369
O	14.2855	16.5877	33.7257
O	10.4845	15.3259	39.0115
O	13.0367	18.956	38.2677
O	11.4453	22.0068	38.6557
O	11.6817	24.1523	36.783
O	14.3501	24.2615	38.9844
O	15.8149	26.8557	35.2519
O	10.2906	28.8212	36.2571
O	12.3674	26.102	39.4942
O	2.5328	28.4062	34.2648
O	13.5444	30.904	38.7065
O	1.7589	2.8428	27.1438
O	0.9605	5.4201	26.9163
O	5.4191	32.7525	25.8462
O	3.9139	1.3475	27.2994
O	16.1619	11.109	26.5401
O	1.5147	9.5947	27.5531
O	4.5666	6.0626	27.3857
O	3.0274	7.9472	26.3186
O	1.872	15.3929	27.73
O	3.2089	13.4665	26.6303
O	5.2755	11.4579	26.5081
O	6.1344	9.139	29.9423
O	0.3178	21.7288	26.7013
O	2.0281	19.733	27.418
O	4.8326	22.745	27.1222
O	4.179	18.129	27.3095
O	1.0835	25.8412	27.5005
O	9.7003	26.5744	31.2042
O	4.0266	19.8412	29.2487
O	2.8744	24.3611	26.4256
O	0.3712	31.5391	27.0082
O	16.1562	31.3331	31.4812
O	6.4271	29.632	31.1864
O	4.492	28.5232	27.2849
O	8.0678	2.7205	26.1578
O	6.2317	4.0958	27.4383
O	9.8157	1.3945	27.4771
O	14.0363	3.0933	33.1165
O	8.556	8.3912	29.4728
O	7.1588	9.7329	27.5581
O	11.1676	5.2585	26.4185
O	9.6641	7.1572	27.4604
O	5.7739	16.1893	26.5238
O	7.7243	14.1632	26.569
O	9.3217	12.4479	27.7021
O	12.1295	10.1268	27.2266
O	2.3205	20.163	31.1342
O	7.0444	21.3481	27.4809
O	8.5593	19.0779	26.5945
O	10.6042	16.8524	26.5696
O	7.8606	28.3897	29.2558
O	10.391	28.9504	28.9628
O	7.1711	24.0052	26.8472
O	12.2419	14.8302	30.828
O	2.6379	30.1208	26.4053
O	6.6946	30.9606	27.1263
O	8.8804	29.1356	26.9075
O	5.8218	26.2492	27.3784
O	13.2385	3.2121	26.2385
O	14.7009	1.9057	27.8598
O	13.1147	3.8417	28.9616
O	2.4358	1.4866	29.4358
O	13.63	8.2866	26.3327
O	14.8408	6.2115	27.0678
O	15.7477	4.2186	28.5297
O	12.4903	14.9821	27.3826
O	14.4479	13.1556	26.9081
O	12.3225	12.5329	28.3306
O	11.1761	21.403	26.3655
O	13.2305	19.22	26.5182
O	14.9028	17.1059	27.3244
O	2.3836	17.6458	29.1445
O	10.8957	27.3329	26.358
O	12.3147	25.4117	27.2985
O	12.3809	22.9711	28.236
O	14.8886	23.4664	27.5431
O	8.3066	3.0516	29.0517
O	15.987	32.1189	36.2167
O	13.5905	29.9368	26.0047
O	15.5837	29.1312	27.3268
O	0.5187	30.2019	29.2555
O	1.0858	28.9279	31.4861
O	1.353	5.7432	35.072
O	5.9945	3.4655	31.6868
O	15.3408	4.4592	34.7833
O	1.0369	4.6621	32.8431
O	2.5785	7.4582	28.8676
O	1.8437	5.4812	30.4954
O	0.9398	10.6943	30.678
O	0.2752	11.7026	33.0658
O	5.1861	11.4722	29.8899
O	3.4822	9.567	30.7224
O	13.9666	16.6763	29.9006
O	12.4187	21.551	32.2118
O	2.3863	15.2714	30.428
O	5.2057	18.9684	34.2068
O	14.1923	20.379	30.9405
O	14.4008	21.0876	28.4155
O	8.3689	25.6676	33.3258
O	2.224	24.3521	29.5413
O	0.6029	1.0455	31.3409
O	3.3936	26.4699	28.5502
O	3.0678	0.5365	32.0041
O	7.4444	0.5504	28.1381
O	12.1352	31.5075	27.4678
O	12.4504	2.6236	31.1971
O	5.3723	5.2379	29.7817
O	3.7913	3.6902	28.5227
O	8.7109	5.7138	29.4813
O	12.4993	5.4141	31.0317
O	2.0343	9.7061	32.8633
O	4.129	9.5094	28.2154
O	10.6543	10.7226	29.2556
O	8.1517	11.0396	29.687
O	0.1142	16.3428	29.3946
O	0.1121	20.9134	30.0833
O	7.7972	24.8353	30.8075
O	6.2227	23.3886	29.2691
O	13.927	22.9503	30.2086
O	5.8181	21.4913	33.9297
O	12.0062	27.4333	30.4681
O	5.4033	27.6925	29.6394
O	12.292	0.3456	34.6891
O	14.1913	31.1465	34.5766
O	14.9592	2.8189	30.5075
O	11.1133	1.77	36.6849
O	12.5096	4.7311	34.7935
O	13.8393	8.2526	34.2601
O	0.0285	6.7451	29.0835
O	10.6086	3.9356	29.8684
O	10.6752	19.8956	33.1291
O	13.2291	10.4689	29.7278
O	14.8522	15.0066	31.7883
O	15.44	18.7407	34.5379
O	10.3747	24.0178	33.91
O	13.184	23.9641	33.8534
O	4.2223	26.2492	33.6469
O	10.1185	23.7273	27.3755
O	12.6161	31.6523	32.5524
O	11.8754	25.3592	32.1094
O	12.1927	32.0379	30.0203
O	14.5865	31.4123	28.5766
O	15.5649	1.6148	40.0245
O	2.4051	31.0866	30.9126
O	7.2067	3.5558	33.9602
O	3.8504	5.0748	32.098
O	6.3204	6.1761	31.9418
O	5.1723	11.1937	32.5559
O	1.2569	8.0617	31.0287
O	2.3773	8.2419	35.796
O	16.1088	9.3787	34.0885
O	12.2858	12.2874	31.4918
O	3.3809	12.7525	31.0085
O	0.8007	13.3399	31.0671
O	3.2089	16.2146	34.0461
O	1.0663	20.1533	35.4808
O	3.0034	24.369	32.1238
O	8.238	21.0453	32.7034
O	4.8254	17.5806	36.412
O	8.7407	20.6008	37.5284
O	16.1884	32.7308	33.6781
O	4.8305	20.2104	31.8297
O	7.2047	27.2879	31.6138
O	1.0136	26.706	29.958
O	2.418	3.0152	31.4935
O	7.5538	31.9783	31.6918
O	9.1368	0.7991	30.0602
O	8.523	30.9341	28.9099
O	10.9318	6.9406	34.5452
O	12.2784	7.9367	32.1085
O	8.5329	4.0143	31.5489
O	8.0762	1.5806	32.3806
O	6.4962	6.2108	34.4911
O	11.6592	9.9135	33.9489
O	10.9238	7.2419	29.8465
O	7.6247	13.3094	33.2259
O	1.7145	10.7641	35.1717
O	7.1204	17.3281	34.9959
O	9.4386	16.4257	33.677
O	13.2311	22.1647	36.9354
O	10.9014	19.1398	36.7195
O	7.0003	15.8797	32.7572
O	12.896	20.8914	34.684
O	6.4469	22.8422	31.8197
O	0.6235	20.6238	32.9353
O	3.72	22.2943	30.4644
O	4.8853	31.5115	32.0225
O	12.9023	29.6006	29.3159
O	8.6368	24.9118	35.8746
O	11.1075	29.9386	31.2684
O	9.1283	0.1305	37.6332
O	11.4417	31.0021	37.1784
O	0.3494	30.22	34.3857
O	11.5407	30.5564	34.6356
O	14.4558	0.7283	31.8983
O	15.8308	6.7206	33.5273
O	10.0498	13.0911	30.1909
O	10.4056	14.1331	32.4735
O	8.3591	10.5447	36.9479
O	13.6769	10.1368	32.3407
O	14.2245	14.1535	29.2848
O	9.4316	14.1722	34.912
O	13.7023	14.1096	35.8428
O	0.6858	16.2796	38.516
O	15.4244	18.7422	29.2066
O	8.9903	19.9588	35.0419
O	11.7489	15.2535	34.4628
O	0.5389	16.3104	33.169
O	13.1061	18.8985	33.101
O	7.8226	23.1945	34.115
O	13.6119	26.1748	36.6587
O	14.9173	22.5491	32.4714
O	11.1185	24.9762	29.6015
O	10.1597	32.3973	31.995
O	16.2899	1.7441	37.4583
O	4.3466	31.5142	36.8221
O	4.6828	1.2766	36.469
O	2.7654	31.0119	33.5371
O	16.1865	7.5768	36.0023
O	13.9018	11.6243	37.1359
O	2.0596	6.2174	37.4164
O	3.5345	3.8041	36.8537
O	9.5743	11.5722	34.3494
O	14.9608	11.9769	31.0354
O	3.7061	15.6019	37.6226
O	16.2655	18.3078	37.0725
O	15.7101	14.3272	34.2443
O	3.0524	14.0051	35.6385
O	15.8677	24.7961	36.9043
O	11.8463	25.9835	34.7566
O	15.8769	24.6696	33.7806
O	6.5168	19.5583	36.4869
O	2.2688	30.2318	36.0952
O	5.2292	25.1941	31.2224
O	1.8132	25.8951	34.729
O	6.003	31.6987	29.5881
O	6.0066	3.0371	37.7256
O	7.4089	4.7979	36.4179
O	9.1313	31.0937	35.791
O	13.5321	2.5104	35.6485
O	5.8146	8.5108	33.0375
O	4.2111	9.8318	34.6622
O	9.0179	5.2694	34.3259
O	10.2744	6.2056	32.1433
O	4.4911	12.8809	37.5276
O	2.5495	14.0393	32.9861
O	5.7809	10.8061	36.6583
O	6.9053	10.3321	34.465
O	1.2868	22.6831	31.4314
O	1.9613	18.4217	33.7068
O	5.1195	14.345	33.9245
O	13.1239	18.1443	35.6432
O	3.2003	20.7384	33.9103
O	8.4183	27.176	37.1793
O	1.966	32.7608	37.0345
O	13.2875	0.2101	37.052
O	7.7668	9.841	39.3932
O	11.0107	8.0388	37.6168
O	12.9034	6.5842	36.4853
O	10.4494	5.6487	36.7622
O	11.3737	14.0999	36.8548
O	11.9067	16.7108	37.3618
O	15.9794	13.0876	36.6932
O	11.9751	12.6039	34.5656
O	8.2561	18.4812	32.9063
O	1.3947	16.6902	35.7704
O	3.8762	26.964	36.1491
O	11.0062	26.5169	37.17
O	15.0408	22.5415	35.0475
O	11.5609	0.0597	38.9351
O	8.1733	30.5809	38.2644
O	3.0098	26.9555	31.5364
O	14.9673	20.4191	36.4906
Si	0.0972	32.7231	5.5364
Si	2.797	2.7031	5.567
Si	0.0275	5.4253	5.6449
Si	2.7033	8.1919	5.5422
Si	16.308	10.9391	5.5155
Si	2.633	13.7419	5.4863
Si	16.3694	16.4476	5.3264
Si	2.7107	19.1896	5.3083
Si	0.0565	21.9124	5.266
Si	2.8027	24.593	5.3034
Si	0.0853	27.3086	5.381
Si	2.8087	30.0431	5.4046
Si	5.5016	0.0003	5.4929
Si	8.1878	2.762	5.5562
Si	5.4497	5.4767	5.5779
Si	8.1916	8.1969	5.5471
Si	5.4309	10.922	5.478
Si	8.1827	13.5974	5.456
Si	5.3985	16.4469	5.4402
Si	8.2195	19.1519	5.3415
Si	5.5088	21.8809	5.3253
Si	8.232	24.6202	5.3627
Si	5.4971	27.3308	5.3464
Si	8.2236	30.0696	5.4315
Si	10.9508	32.7606	5.564
Si	13.7221	2.678	5.6544
Si	10.8559	5.4869	5.6109
Si	13.6311	8.2213	5.5838
Si	10.9398	10.9237	5.4859
Si	13.633	13.6701	5.4008
Si	10.953	16.4143	5.3941
Si	13.6906	19.1836	5.3164
Si	11.0015	21.881	5.3049
Si	13.7665	24.5901	5.2933
Si	10.9717	27.3504	5.4302
Si	13.7267	30.0812	5.48
Si	1.427	1.3165	6.9057
Si	4.1141	4.0913	6.9434
Si	1.3858	6.8287	6.9501
Si	4.0782	9.575	6.8726
Si	1.2993	12.329	6.8339
Si	4.0496	15.0822	6.8172
Si	1.3516	17.8109	6.6985
Si	4.1105	20.5255	6.6878
Si	1.4124	23.2497	6.6822
Si	4.1377	25.9548	6.7179
Si	1.4308	28.6772	6.7724
Si	4.1327	31.411	6.8248
Si	6.8375	1.3616	6.893
Si	9.5339	4.0944	6.9632
Si	6.8223	6.8439	6.9218
Si	9.574	9.5716	6.8795
Si	6.8079	12.2788	6.8463
Si	9.5674	15.0329	6.7581
Si	6.8397	17.8021	6.739
Si	9.6099	20.5252	6.6906
Si	6.8613	23.2437	6.718
Si	9.5955	25.9639	6.7615
Si	6.8422	28.6863	6.7658
Si	9.5656	31.3919	6.8727
Si	12.3133	1.3133	6.9457
Si	15.0577	4.0739	6.9943
Si	12.2636	6.8466	6.9334
Si	14.9945	9.5847	6.9243
Si	12.2913	12.3232	6.824
Si	15.0183	15.0674	6.7334
Si	12.3349	17.8066	6.7186
Si	15.079	20.5495	6.6661
Si	12.365	23.2496	6.6821
Si	15.0906	25.9501	6.7263
Si	12.3418	28.6974	6.8106
Si	15.0815	31.4087	6.8839
Si	0.0456	2.6826	8.286
Si	2.785	32.7507	8.2461
Si	16.3861	8.2101	8.2629
Si	2.746	5.4577	8.3012
Si	16.3515	13.7165	8.1684
Si	2.6937	10.9643	8.1972
Si	0.0002	19.1739	8.0767
Si	2.6886	16.4646	8.1384
Si	0.0521	24.5912	8.0931
Si	2.7547	21.8829	8.0766
Si	0.0599	30.0165	8.189
Si	2.7881	27.3071	8.1314
Si	5.479	2.7119	8.282
Si	8.2115	32.7822	8.2343
Si	5.4448	8.2187	8.2565
Si	8.172	5.4729	8.2997
Si	5.4339	13.6918	8.1615
Si	8.1862	10.9374	8.2225
Si	5.4679	19.1705	8.0922
Si	8.1958	16.4173	8.1096
Si	5.4955	24.5968	8.102
Si	8.2388	21.8793	8.0799
Si	5.5002	30.042	8.1777
Si	8.2199	27.3233	8.1342
Si	10.934	2.7091	8.276
Si	13.707	32.7588	8.2687
Si	10.9104	8.2192	8.2809
Si	13.65	5.4685	8.2824
Si	10.9198	13.6944	8.1686
Si	13.6299	10.9729	8.2405
Si	10.9538	19.1576	8.0857
Si	13.6695	16.435	8.1131
Si	10.9869	24.5897	8.0918
Si	13.7093	21.8831	8.0699
Si	10.9637	30.0353	8.2061
Si	13.7215	27.3039	8.1307
Si	1.3786	4.0804	9.6467
Si	4.1137	1.3332	9.6266
Si	1.3546	9.5948	9.5939
Si	4.101	6.8465	9.6392
Si	1.3437	15.0769	9.512
Si	4.0778	12.3294	9.5462
Si	1.3821	20.5205	9.4535
Si	4.1012	17.8077	9.4783
Si	1.4012	25.9518	9.4907
Si	4.1208	23.2343	9.4669
Si	1.393	31.3916	9.5862
Si	4.1267	28.6748	9.5329
Si	6.8223	4.0901	9.6514
Si	9.5649	1.3392	9.622
Si	6.8228	9.5832	9.604
Si	9.5505	6.8435	9.6404
Si	6.8274	15.0607	9.4994
Si	9.56	12.3274	9.5545
Si	6.8577	20.5216	9.4561
Si	9.5792	17.7895	9.4626
Si	6.8517	25.9548	9.4948
Si	9.6053	23.2347	9.4632
Si	6.8411	31.4077	9.5787
Si	9.5773	28.6702	9.5404
Si	12.2923	4.0886	9.6367
Si	15.0563	1.3332	9.6343
Si	12.2847	9.596	9.6146
Si	15.0241	6.8411	9.6288
Si	12.3041	15.0721	9.5048
Si	15.0156	12.3452	9.5655
Si	12.3296	20.522	9.4494
Si	15.0452	17.8035	9.4681
Si	12.3343	25.9498	9.49
Si	15.0698	23.2366	9.4611
Si	12.3143	31.3975	9.598
Si	15.0687	28.6619	9.5344
Si	0.0282	32.761	10.969
Si	2.7472	2.7066	10.9935
Si	16.3952	5.4639	10.9835
Si	2.7151	8.224	10.9698
Si	16.3806	10.9702	10.9352
Si	2.708	13.7058	10.8917
Si	16.386	16.4401	10.8705
Si	2.7357	19.1617	10.8464
Si	0.0204	21.8718	10.8399
Si	2.7621	24.588	10.8586
Si	0.0376	27.2998	10.8903
Si	2.7662	30.0264	10.9337
Si	5.4858	32.7683	10.9706
Si	8.2028	2.7149	10.9902
Si	5.4585	5.4695	11.0014
Si	8.18	8.2177	10.9838
Si	5.44	10.9654	10.9328
Si	8.1804	13.7	10.8947
Si	5.4581	16.4306	10.8569
Si	8.2116	19.1489	10.8377
Si	5.4895	21.8736	10.838
Si	8.2324	24.5891	10.8476
Si	5.4952	27.3105	10.8912
Si	8.22	30.0396	10.9256
Si	10.9474	32.7749	10.965
Si	13.6757	2.7172	10.9824
Si	10.924	5.4668	10.9913
Si	13.6534	8.2212	10.9738
Si	10.9099	10.9683	10.9505
Si	13.6451	13.711	10.9099
Si	10.9284	16.432	10.8619
Si	13.6753	19.1566	10.8402
Si	10.9629	21.8687	10.8394
Si	13.7023	24.5852	10.8541
Si	10.9635	27.3031	10.8812
Si	13.7019	30.0245	10.9248
Si	1.3718	1.3395	12.3446
Si	4.0943	4.0934	12.3556
Si	1.3526	6.8494	12.3375
Si	4.0855	9.5982	12.3181
Si	1.3581	12.3365	12.2813
Si	4.0968	15.0643	12.2419
Si	1.373	17.7921	12.2215
Si	4.118	20.5122	12.2097
Si	1.386	23.2272	12.2203
Si	4.1175	25.9483	12.2472
Si	1.3839	28.6656	12.2849
Si	4.1093	31.4017	12.3208
Si	6.8343	1.343	12.3442
Si	9.5608	4.094	12.3535
Si	6.8241	6.8446	12.3524
Si	9.5543	9.5948	12.3237
Si	6.8191	12.3356	12.2794
Si	9.5637	15.0657	12.2441
Si	6.8427	17.7858	12.218
Si	9.5883	20.5057	12.2103
Si	6.8579	23.23	12.215
Si	9.5868	25.9454	12.2408
Si	6.8453	28.676	12.281
Si	9.5703	31.4084	12.313
Si	12.3006	1.3491	12.3384
Si	15.0283	4.0984	12.3501
Si	12.2926	6.8473	12.3419
Si	15.0269	9.598	12.3167
Si	12.2918	12.3376	12.2892
Si	15.0309	15.0718	12.2535
Si	12.3079	17.7934	12.2198
Si	15.0505	20.5105	12.2107
Si	12.3276	23.2251	12.2217
Si	15.0578	25.942	12.2461
Si	12.3157	28.6668	12.2723
Si	15.0451	31.3992	12.3135
Si	16.4007	2.7218	13.7011
Si	2.7452	32.7741	13.6955
Si	16.3855	8.228	13.6934
Si	2.7171	5.4738	13.7006
Si	16.3867	13.7008	13.633
Si	2.7106	10.9687	13.6696
Si	0.0049	19.1461	13.587
Si	2.7254	16.4227	13.6029
Si	0.024	24.5781	13.6079
Si	2.7522	21.8642	13.5851
Si	0.0187	30.033	13.6644
Si	2.7558	27.3002	13.6412
Si	5.467	2.7201	13.7076
Si	8.2087	32.7775	13.6947
Si	5.4459	8.2254	13.6895
Si	8.1925	5.4705	13.7122
Si	5.4459	13.6994	13.6376
Si	8.1755	10.9689	13.6623
Si	5.4734	19.1436	13.5853
Si	8.1936	16.423	13.611
Si	5.4934	24.5842	13.5992
Si	8.2218	21.8652	13.5844
Si	5.4842	30.0349	13.6723
Si	8.2242	27.307	13.6258
Si	10.9329	2.7239	13.7108
Si	13.6769	32.7767	13.6828
Si	10.9196	8.2233	13.6927
Si	13.6604	5.48	13.7107
Si	10.9158	13.7037	13.6342
Si	13.6504	10.9665	13.6663
Si	10.9438	19.1449	13.5978
Si	13.6601	16.4322	13.6079
Si	10.96	24.5824	13.5997
Si	13.6912	21.8631	13.5954
Si	10.9523	30.0359	13.6518
Si	13.6921	27.3038	13.6259
Si	1.35	4.1072	15.068
Si	4.0953	1.3526	15.0664
Si	1.3495	9.6028	15.0529
Si	4.0812	6.8531	15.0545
Si	1.3651	15.0584	14.9862
Si	4.0833	12.3365	15.0261
Si	1.3828	20.4984	14.9471
Si	4.1034	17.7813	14.9584
Si	1.3796	25.9341	14.9961
Si	4.1201	23.2201	14.9562
Si	1.3682	31.4063	15.0475
Si	4.1101	28.6655	15.0267
Si	6.8238	4.0982	15.0739
Si	9.5592	1.3521	15.0705
Si	6.8142	9.6028	15.0384
Si	9.5546	6.8563	15.0647
Si	6.8272	15.0603	14.9944
Si	9.5539	12.3362	15.0094
Si	6.8482	20.5026	14.9479
Si	9.5758	17.7793	14.9726
Si	6.8505	25.9434	14.983
Si	9.5886	23.222	14.9627
Si	6.8362	31.4094	15.0522
Si	9.5806	28.6707	15.0078
Si	12.288	4.1122	15.0753
Si	15.0284	1.3517	15.0573
Si	12.2899	9.5983	15.0456
Si	15.0211	6.8648	15.073
Si	12.2985	15.0658	14.9817
Si	15.028	12.3349	15.0143
Si	12.3263	20.4975	14.9654
Si	15.0455	17.7839	14.9627
Si	12.3194	25.9411	14.9821
Si	15.0619	23.2145	14.9747
Si	12.3004	31.4079	15.0353
Si	15.0421	28.6679	15.0149

Results
total energy: -236496.613 eV
total energy less fixed offsets of O -438.35, Si -107.03 eV per atom: 11.087 eV

Forces (eV/angstrom), in the order of the atoms: element, x, y, z
Si	0.1755	-0.0831	0.0854
Si	0.1176	-0.2397	0.2157
Si	-0.0935	-0.0292	0.553
Si	0.0483	-0.1064	-0.1074
Si	0.0866	-0.3021	0.2797
Si	0.0228	-0.0684	-0.1052
Si	0.1741	-0.1738	0.1238
Si	0.0292	0.0291	0.3757
Si	-0.0168	-0.1343	0.3258
Si	-0.0764	0.3802	0.4149
Si	-0.4451	0.3485	0.5004
Si	0.0894	-0.0093	-0.1768
Si	0.0604	-0.0449	-0.0941
Si	-0.3368	0.1316	0.3771
Si	0.2882	0.0422	-0.0809
Si	-0.2088	-0.0523	0.4013
Si	0.0662	-0.188	-0.1192
Si	-0.0774	-0.2131	0.2301
Si	-0.0326	-0.001	0.0164
Si	0.18	0.1076	0.0236
Si	-0.0446	-0.0015	0.1679
Si	0.0281	0.0327	-0.3711
Si	0.3275	-0.1938	-0.0065
Si	0.2227	-0.0173	0.0689
Si	-0.2032	-0.0766	0.5855
Si	-0.3982	-0.1346	0.4207
Si	-0.005	0.1059	0.0939
Si	-0.1382	0.2909	0.0076
Si	-0.1256	0.2969	-0.078
Si	-0.0147	-0.0973	0.2233
Si	0.135	0.0956	0.0415
Si	-0.1939	0.0502	0.0384
Si	-0.0574	-0.1652	-0.1725
Si	-0.3346	-0.0037	-0.1653
Si	0.1537	0.0516	0.0708
Si	-0.0712	0.0197	0.2615
Si	-0.0462	0.1613	-0.25
Si	-0.0528	0.256	-0.312
Si	0.0548	0.159	-0.5587
Si	0.0175	0.3693	-0.2008
Si	-0.0215	0.0257	-0.3108
Si	0.2233	0.0053	-0.31
Si	0.0406	-0.0832	-0.1689
Si	-0.118	-0.0893	-0.1392
Si	0.1892	-0.4744	0.0926
Si	-0.1576	-0.0302	-0.275
Si	0.1912	0.0279	-0.3466
Si	-0.0428	-0.0188	-0.0786
Si	0.1068	0.1127	-0.4095
Si	0.2493	0.0908	-0.2575
Si	-0.0168	0.0895	-0.2687
Si	-0.0014	0.1248	-0.0652
Si	0.0724	0.0624	-0.2498
Si	-0.0353	0.1151	-0.3729
Si	-0.0032	-0.1463	-0.2164
Si	-0.1394	-0.001	-0.1648
Si	-0.11	-0.1107	-0.1275
Si	-0.0366	-0.2365	-0.1068
Si	-0.1564	0.0266	-0.2332
Si	0.1307	0.1149	-0.556
Si	0.0465	0.0214	-0.7026
Si	0.1167	0.1606	-0.7925
Si	0.1586	0.0098	-0.3864
Si	0.0701	-0.0719	-0.3188
Si	0.2095	-0.0023	-0.1486
Si	0.0474	0.1383	-0.1432
Si	-0.1662	-0.2043	-0.2441
Si	0.0662	-0.1798	0.005
Si	-0.1509	-0.0485	-0.0605
Si	-0.0672	-0.0955	-0.0685
Si	-0.0337	0.1947	-0.3185
Si	-0.1773	0.084	-0.2425
Si	-0.003	-0.0068	-0.0217
Si	0.0551	0.0396	-0.187
Si	0.0495	0.0073	-0.1448
Si	-0.0506	0.0462	0.1057
Si	0.1098	-0.0322	0.0427
Si	0.1407	0.2287	0.206
Si	-0.2263	-0.0349	0.1734
Si	-0.0766	0.0006	0.0431
Si	0.0607	-0.2914	-0.0988
Si	-0.0563	0.084	-0.2205
Si	-0.0656	-0.0002	-0.1712
Si	0.0281	-0.2205	0.0987
Si	0.0383	0.0373	-0.0984
Si	-0.0075	-0.0732	0.1782
Si	0.1335	-0.0418	-0.0225
Si	-0.0637	0.2264	-0.2303
Si	-0.0469	-0.0298	0.1335
Si	0.0859	0.0195	-0.2563
Si	-0.1471	0.0566	0.1067
Si	-0.0841	-0.1923	0.2933
Si	-0.0883	-0.0534	0.2102
Si	0.0238	-0.0694	0.1749
Si	0.0668	-0.0414	0.3158
Si	-0.1474	0.1006	0.0648
Si	0.1421	-0.0361	0.0429
Si	0.0123	0.091	0.3509
Si	0.0459	0.136	-0.051
Si	0.0984	0.0262	0.0029
Si	0.0857	0.0668	0.1017
Si	0.1083	0.024	-0.2137
Si	0.0118	-0.0787	0.0787
Si	0.0197	0.1215	0.1491
Si	-0.102	-0.1041	0.2225
Si	-0.0315	-0.1823	0.0889
Si	-0.013	0.0848	0.2764
Si	-0.1712	-0.0605	0.0455
Si	0.0876	0.0037	-0.1376
Si	0.0077	0.006	0.0384
Si	-0.0682	0.0431	-0.0821
Si	0.1208	-0.1464	-0.087
Si	0.0371	-0.0667	-0.0467
Si	-0.0283	0.0829	-0.1529
Si	0.0073	-0.004	-0.1163
Si	0.0326	0.0554	0.0254
Si	-0.0462	0.1314	-0.0643
Si	-0.0434	-0.0615	-0.1153
Si	0.0414	0.0114	0.0914
Si	0.1174	0.1291	-0.3029
Si	-0.0411	-0.0639	-0.0049
Si	-0.0076	-0.0599	-0.1578
Si	0.0688	-0.1119	-0.0311
Si	0.0222	0.0217	-0.071
Si	-0.0823	0.1112	-0.0286
Si	0.0731	-0.0513	0.0392
Si	0.0262	0.0401	-0.0036
Si	0.0599	-0.0324	0.0174
Si	0.057	-0.0904	-0.0314
Si	0.0823	0.0689	-0.0671
Si	-0.0943	-0.0215	-0.2556
Si	0.13	0.1169	-0.157
Si	0.011	0.0504	-0.0866
Si	-0.0066	-0.1999	-0.3215
Si	-0.0938	-0.0244	-0.0368
Si	-0.0651	0.093	-0.0639
Si	0.0681	-0.0605	-0.0316
Si	-0.0492	0.0268	-0.0011
Si	-0.0369	-0.0491	-0.0166
Si	0.041	-0.0015	-0.1329
Si	-0.0254	-0.0227	-0.0293
Si	-0.0091	0.0716	-0.0114
Si	0.0117	-0.0101	-0.2803
Si	-0.1181	-0.0654	0.0416
Si	0.0114	-0.002	0.0046
Si	0.0024	0.0149	0.0009
Si	-0.014	-0.0081	-0.0025
Si	0.0049	-0.0167	0.0034
Si	-0.0113	0.0217	0.0072
Si	0.0155	0.0248	0.0009
Si	0.0057	-0.0052	-0.0055
Si	-0.0106	0.0034	-0.0049
Si	0.0169	-0.0198	0.0003
Si	0.0316	-0.0024	0.0024
Si	-0.0141	0.0115	0.0004
Si	0.0074	-0.0048	-0.0042
Si	-0.0265	0.0163	-0.0016
Si	-0.0092	0.0165	0.0076
Si	-0.0018	0.0088	-0.0027
Si	0.0072	0.001	0.0053
Si	-0.0038	-0.0116	-0.0003
Si	0.0158	-0.0319	-0.0028
Si	0.0164	0.0237	-0.0068
Si	0.0166	0.0099	-0.0143
Si	0.0053	-0.0142	-0.002
Si	-0.0222	-0.0004	-0.0026
Si	0.0151	0.0045	0.0036
Si	-0.0005	0.0066	0
Si	-0.0023	0.0162	-0.0008
Si	0.0059	-0.0051	0.0025
Si	-0.0108	-0.0098	0.0074
Si	-0.0072	-0.0062	0.0065
Si	0.0134	-0.0014	-0.0015
Si	-0.0132	0.0061	-0.0089
Si	0.0153	-0.026	-0.0036
Si	0.0046	-0.0253	-0.0009
Si	-0.0052	0.0081	-0.0094
Si	-0.032	0.011	-0.0083
Si	-0.0133	0.0075	-0.0006
Si	-0.0029	0.03	0.0038
Si	-0.004	0.0052	-0.0102
Si	0.0021	-0.0217	-0.0238
Si	0.0088	0.013	0.0092
Si	0.0157	0.0229	0.0076
Si	-0.0131	-0.0413	0.0198
Si	-0.0218	-0.0352	0.0159
Si	0.0076	0.0059	0.0029
Si	0.037	-0.0017	-0.001
Si	-0.0338	0.0381	0.0088
Si	-0.0277	-0.0176	-0.016
Si	0.023	0.037	-0.011
Si	-0.0002	0.0014	-0.0148
Si	0.0031	-0.0206	0.0202
Si	0.0339	0.0174	0.0034
Si	-0.021	-0.0511	-0.012
Si	-0.0041	-0.0209	0.0008
Si	0.0128	0.0131	0.007
Si	-0.0074	0.0336	0.0172
Si	-0.0059	-0.0531	0.011
Si	-0.0309	-0.0108	-0.0041
Si	0.0193	0.0306	-0.016
Si	0.0248	0.0326	-0.0065
Si	-0.0069	0.0124	-0.0171
Si	-0.0053	0.0071	-0.0136
Si	0.0054	0.0034	-0.0196
Si	0.0014	-0.0172	-0.0202
Si	0.0225	0.0093	-0.0021
Si	0.0075	-0.0355	0.0105
Si	0.0023	0.0075	-0.019
Si	-0.0036	-0.0156	-0.003
Si	-0.002	0.0351	0.0023
Si	-0.0017	0.0355	0.0158
Si	-0.0058	-0.0131	0.0027
Si	0.0153	-0.012	0.0108
Si	-0.0028	-0.0092	0.0003
Si	-0.033	-0.019	-0.016
Si	-0.0308	0.0172	0.0088
Si	0.0547	0.0026	0.0209
Si	-0.0202	0.0031	-0.0147
Si	0.0152	-0.043	0.029
Si	-0.0189	0.0641	-0.0019
Si	0.0232	-0.023	-0.0212
Si	-0.0003	-0.0523	-0.0031
Si	0.0105	0.022	-0.0101
Si	0.0517	-0.0222	-0.0599
Si	0.0156	-0.0277	0.03
Si	0.007	0.015	0.0215
Si	0.021	0.0083	0.0064
Si	-0.0802	0.0923	0.0059
Si	0.0183	-0.0111	0.0004
Si	0.0034	-0.0069	0.0064
Si	-0.0519	0.0244	-0.01
Si	0.0039	-0.0079	-0.022
Si	0.0053	0.02	0.0013
Si	-0.0176	0.0471	-0.0219
Si	-0.0155	0.0092	-0.0242
Si	0.0355	-0.0023	0.0403
Si	0.0217	-0.0309	-0.0161
Si	0.0081	0.0214	-0.0071
Si	0.0135	0.0215	0.0212
Si	0.0077	-0.0116	-0.01
Si	0.0054	0.0119	-0.0102
Si	-0.0098	-0.0316	0.0169
Si	0.0174	-0.0241	-0.0003
Si	0.063	-0.0835	-0.0111
Si	-0.068	0.0428	0.0167
Si	0.0124	-0.0325	-0.0062
Si	-0.0052	-0.0411	0.0102
Si	-0.0104	-0.0098	0.0107
Si	-0.0499	-0.0024	-0.0197
Si	-0.0008	0.0267	0.0153
Si	-0.0462	0.0518	0
Si	-0.0031	0.0287	0.0172
Si	0.0296	-0.0744	0.0018
Si	-0.0136	0.0049	0.0584
Si	-0.0363	0.0498	0.0597
Si	0.0032	-0.0791	0.0269
Si	-0.007	0.0117	0.0044
Si	-0.0313	0.0516	0.0737
Si	0.0181	-0.0934	0.0144
Si	-0.0503	-0.0489	0.0159
Si	0.0277	0.0571	0.0392
Si	-0.0209	-0.038	-0.0123
Si	0.0057	0.0543	-0.0323
Si	0.0873	-0.0658	-0.0031
Si	-0.007	0.0333	0.0403
Si	-0.0375	-0.0114	0.0576
Si	0.039	-0.0287	0.0021
Si	0.047	-0.0142	-0.0097
Si	-0.0359	0.0315	0.0465
Si	0.0342	-0.0344	0.0284
Si	-0.0098	0.0012	-0.0245
Si	-0.0222	-0.0336	-0.0104
Si	0.0015	0.0499	0.0068
Si	-0.0946	-0.0034	0.0579
Si	0.019	-0.0375	0.0288
Si	0.0173	0.0093	-0.0021
Si	0.002	-0.0142	0.0353
Si	0.0784	-0.0034	-0.0007
Si	-0.0142	0.0045	0.004
Si	-0.0376	0.0931	0.0147
Si	-0.0027	-0.0995	0.0441
Si	0.0369	0.0412	-0.0068
Si	0.0125	0.0539	0.0561
Si	-0.053	0.0144	0.0471
Si	0.034	0.0306	0.0506
Si	0.0116	-0.0044	0.0142
Si	0.0099	0.0506	0.0418
Si	-0.101	0.0698	0.0108
Si	-0.0933	0.0538	-0.0171
Si	0.0469	-0.1013	0.0373
Si	0.1685	-0.0357	0.0355
Si	-0.0368	-0.0327	0.0347
Si	-0.0833	0.0318	0.0305
Si	-0.0186	-0.0286	0.0296
Si	0.0393	0.0192	0.0737
Si	-0.0049	-0.0002	0.1046
Si	-0.0412	-0.0035	0.0985
Si	0.128	0.0816	-0.018
Si	0.0807	0.059	0.1284
Si	-0.0123	0.0201	0.2348
Si	-0.0579	0.0563	0.2022
Si	-0.0244	0.0487	0.0272
Si	-0.0316	-0.0143	-0.0312
Si	0.1194	-0.0143	0.0982
Si	0.0307	-0.0746	0.1016
Si	-0.0941	0.0656	0.004
Si	-0.0416	-0.0025	0.0795
Si	0.0357	0.0026	0.0186
Si	0.06	0.1408	0.0412
Si	0.042	-0.0691	0.0372
Si	0.0338	-0.0008	-0.091
Si	0.0502	0.0139	-0.017
Si	0.0904	-0.0452	0.0625
Si	-0.0791	0.0966	0.0558
Si	-0.0155	0.05	0.0715
Si	0.0009	0.0514	-0.0016
Si	-0.0146	-0.0117	0.0338
Si	0.0905	-0.0715	0.0861
Si	0.0264	-0.05	0.0715
Si	-0.0783	-0.0625	0.1161
Si	-0.0406	-0.1906	-0.0439
Si	0.0369	0.048	0.1593
Si	-0.0909	-0.0585	0.1915
Si	-0.0627	0.1612	0.0544
Si	0.1076	0.0517	-0.2092
Si	-0.0604	0.069	-0.0396
Si	-0.1226	-0.1253	-0.0648
Si	0.1081	-0.0487	-0.1656
Si	-0.0122	-0.0857	-0.2311
Si	0.0544	-0.0583	0.1292
Si	0.0195	-0.0563	0.0823
Si	0.0906	-0.0707	0.0125
Si	-0.1504	0.1616	0.0274
Si	0.0313	-0.0346	-0.0207
Si	-0.0759	0.1558	-0.1926
Si	0.0054	0.0473	-0.3223
Si	-0.1951	-0.0636	-0.1911
Si	-0.0877	-0.0545	0.018
Si	-0.0416	-0.015	0.0254
Si	0.0834	-0.1073	-0.3456
Si	0.1252	-0.1071	-0.087
Si	0.0846	0.0364	-0.0389
Si	-0.0477	0.1589	0.0148
Si	0.1369	-0.1371	0.191
Si	-0.0565	-0.0717	-0.0459
Si	-0.1109	0.0429	0.0684
Si	-0.0827	0.1031	-0.0029
Si	0.0976	-0.0384	-0.0413
Si	-0.0125	-0.0313	-0.2448
Si	0.0186	0.0252	-0.4005
Si	0.1224	-0.1698	-0.2358
Si	-0.003	0.0304	-0.0093
Si	0.0084	0.0388	0.0953
Si	0.0891	-0.099	-0.1567
Si	0.0324	-0.0281	-0.0745
Si	0.0838	0.0548	-0.0644
Si	-0.0468	0.0454	0.152
Si	0.0951	0.1388	-0.1121
Si	-0.2267	0.2062	-0.0146
Si	0.0645	0.0231	0.1226
Si	0.0639	-0.0534	0.2856
Si	0.0993	-0.0629	0.1127
Si	-0.1283	-0.0364	0.0917
Si	0.2045	-0.2236	0.2084
Si	0.089	-0.2439	0.1736
Si	-0.0862	-0.0631	0.3212
Si	0.1677	0.0294	0.2595
Si	0.0483	-0.0841	0.3283
Si	-0.0986	0.233	0.2467
Si	-0.0837	0.1777	0.1678
Si	-0.0149	0.07	0.3053
Si	-0.0795	-0.0717	0.2731
Si	-0.2147	0.1555	0.2041
Si	0.0644	0.0975	0.0953
Si	0.0935	-0.0927	0.0676
Si	0.2017	-0.0744	0.1285
Si	0.0149	-0.0239	0.1664
Si	0.0078	-0.1122	0.289
Si	0.0689	-0.0961	0.2047
Si	0.0616	-0.1059	0.2618
Si	0.1107	-0.0022	0.2917
Si	-0.0921	0.2158	0.2964
Si	-0.0728	-0.0308	0.4223
Si	-0.2548	-0.0622	0.1426
Si	-0.0989	0.084	0.1038
Si	0.1355	-0.0713	0.0201
Si	0.1379	0.0463	0.1391
Si	-0.0148	-0.0389	0.2099
Si	0.0472	-0.1089	0.1844
Si	-0.0211	-0.1237	0.2369
Si	-0.0464	-0.1508	0.1194
Si	-0.0946	0.0765	0.3901
Si	0.1963	0.1649	0.4569
Si	-0.0634	0.0147	0.2177
Si	-0.2368	0.1916	0.3138
Si	-0.1022	0.0284	-0.2088
Si	0.041	-0.1222	-0.0148
Si	-0.2592	0.1362	-0.1979
Si	-0.063	0.1205	-0.0543
Si	0.1088	0.0317	0.0004
Si	-0.0712	-0.105	0.3203
Si	0.0149	-0.0979	-0.0387
Si	0.1396	-0.1684	-0.1244
Si	-0.1138	0.1611	-0.0035
Si	-0.1212	-0.1726	-0.0034
Si	-0.0723	0.0113	0.1265
Si	-0.1125	-0.002	0.0445
Si	0.1454	-0.0883	-0.097
Si	0.2779	-0.1438	0.1846
Si	0.0235	0.0521	-0.2363
Si	0.1368	-0.1943	0.3654
Si	-0.0859	0.1004	0.2749
Si	0.0757	-0.0259	-0.0363
Si	0.1179	-0.2019	-0.5599
Si	0.0013	0.0042	-0.0562
Si	-0.0672	0.1568	-0.5267
Si	-0.1043	0.164	-0.296
Si	0.0578	-0.1253	0.0007
Si	0.0606	0.0408	0.1071
Si	0.0683	0.0568	0.3531
Si	-0.0954	0.0472	0.1862
Si	0.0658	0.1323	0.4172
Si	-0.0742	0.1233	0.1927
Si	-0.1689	0.123	-0.3543
Si	-0.0754	-0.0142	0.0966
Si	0.0683	0.0259	0.1875
Si	-0.1226	0.0863	-0.1607
Si	0.1494	-0.1085	0.1286
Si	-0.2194	0.2786	-0.2672
Si	-0.0391	0.0927	0.2955
Si	0.1137	-0.1051	0.2453
Si	0.0054	-0.0819	0.1013
Si	0.0587	-0.2603	0.1425
Si	-0.0871	-0.076	-0.0907
Si	0.1533	0.0614	0.038
Si	0.1361	-0.2903	0.2043
Si	-0.105	0.0654	0.3636
Si	0.065	-0.1187	0.2075
Si	-0.0342	-0.0239	0.4092
Si	0.1561	0.0143	0.3813
Si	0.0257	0.1069	-0.2623
Si	0.1031	-0.1975	0.0363
Si	0.0603	-0.1952	0.3146
Si	-0.036	0.1119	-0.1849
Si	-0.0863	-0.0354	0.0982
Si	0.1506	-0.1039	0.3212
Si	-0.0214	0.0302	0.3508
Si	0.0019	-0.1522	0.2664
Si	-0.1142	0.0901	-0.0459
Si	-0.1155	0.0867	-0.1928
Si	-0.0615	0.0098	0.17
Si	0.1567	0.1969	0.0772
Si	0.0029	-0.0471	-0.244
Si	-0.2705	0.049	0.1979
Si	0.0076	0.0987	0.2514
Si	-0.2748	-0.0568	0.2742
Si	-0.0332	-0.0456	0.1804
Si	-0.1013	-0.0458	0.1769
Si	0.0788	0.0273	0.1702
Si	-0.1478	0.2338	0.1281
Si	0.0671	0.1071	0.3262
Si	-0.0723	0.0569	-0.274
Si	0.019	0.0687	0.233
Si	-0.1423	-0.054	0.3782
Si	0.0144	0.0479	-0.0336
Si	-0.0356	0.0285	-0.0328
Si	-0.0657	0.0332	0.5132
Si	0.0335	0.0084	0.0595
Si	-0.0762	0.0108	0.3844
Si	0.0529	0.036	0.019
Si	-0.1295	0.0654	-0.2476
Si	-0.1688	0.0905	-0.0831
Si	0.0445	-0.1555	0.0036
Si	-0.0348	-0.1304	0.2962
Si	0.0373	-0.0227	0.2747
Si	0.015	0.0278	-0.0463
Si	0.1156	-0.1422	0.0787
Si	0.1293	-0.0448	0.1381
Si	0.2073	0.0071	-0.2442
Si	0.04	0.0445	-0.0802
Si	0.0498	0.076	0.0568
Si	0.0571	0.1351	-0.1459
Si	-0.1903	0.1174	0.3812
Si	0.1234	0.2289	0.2921
Si	0.0334	-0.0396	0.3098
Si	-0.132	-0.008	0.0142
Si	-0.1695	-0.0881	0.3311
Si	-0.1899	-0.1097	0.1872
Si	0.0088	-0.0372	-0.0769
Si	0.047	0.0645	-0.2453
Si	0.1062	-0.0215	-0.0119
Si	-0.168	0.0166	0.3057
Si	0.054	0.0004	-0.2906
Si	0.1389	-0.0782	-0.2669
Si	-0.0837	0.0971	-0.1265
Si	0.0771	0.0151	-0.1781
Si	0.0131	-0.0806	0.0539
Si	-0.1558	-0.0375	0.0622
Si	0.0786	0.0325	0.0667
Si	-0.0204	0.1391	-0.2658
Si	-0.0198	0.0449	0.3257
Si	-0.0398	-0.1157	0.1303
Si	-0.0369	-0.1202	-0.2778
Si	-0.0114	-0.0746	-0.3527
Si	-0.0126	0.1059	-0.0814
Si	0.0127	0.0543	-0.0641
Si	-0.1206	-0.0717	0.3642
Si	-0.0454	-0.0264	0.107
Si	-0.0317	-0.0685	-0.1585
Si	-0.0031	-0.0265	-0.3413
Si	-0.0599	-0.0114	-0.0156
Si	0.212	-0.0222	0.1386
Si	-0.0713	0.059	0.1946
Si	0.0095	0.1201	0.0647
Si	0.0674	-0.042	0.1418
Si	0.0426	-0.0491	-0.2164
Si	0.1078	0.1902	0.4374
Si	-0.0806	-0.0176	0.0823
Si	0.114	-0.0231	-0.2243
Si	0.0444	0.0409	-0.2137
Si	0.1719	-0.1479	-0.274
Si	0.0706	0.0443	-0.0446
Si	0.0705	0.0737	-0.088
Si	0.042	0.0172	-0.407
Si	0.0192	0.0402	0.0377
Si	0.0066	-0.0528	-0.3633
Si	-0.1169	0.2641	0.2634
Si	-0.0477	0.1038	-0.3872
Si	0.0394	0.113	-0.3319
Si	0.0072	0.0384	-0.3819
Si	-0.154	0.0048	-0.3682
Si	-0.0326	-0.1846	-0.1895
Si	0.1644	-0.0944	0.1484
Si	0.089	-0.0042	-0.2659
Si	0.089	-0.2569	-0.1589
Si	-0.1363	0.1332	-0.1688
Si	0.1465	-0.0163	-0.3702
Si	-0.0024	0.0378	0.0656
Si	-0.0088	0.0903	0.1384
Si	0.0837	-0.0086	-0.0829
Si	0.1773	-0.2057	-0.4252
Si	-0.0221	-0.0466	-0.1794
Si	0.1675	-0.0021	-0.2936
Si	0.0018	0.1476	-0.076
Si	0.1729	-0.264	-0.2055
Si	0.0221	-0.0231	0.051
Si	-0.026	-0.1226	-0.0403
Si	0.034	-0.007	0.1809
Si	0.0509	-0.1321	0.0326
Si	-0.1325	0.0799	-0.1572
Si	-0.0139	0.1179	-0.3916
Si	-0.0147	0.1087	0.0523
Si	0.1098	0.0988	-0.2514
Si	-0.2059	-0.0914	-0.254
Si	0.2793	-0.1183	-0.1683
Si	-0.0341	-0.1946	-0.1975
Si	0.0502	0.0999	-0.0712
Si	-0.3468	-0.1271	-0.2897
Si	-0.0027	0.0315	-0.2005
Si	-0.0711	-0.069	-0.3753
Si	0.0924	0.0473	-0.0826
O	-0.2918	-0.1538	0.5001
O	-0.2449	-0.1353	0.382
O	-0.2822	0.1105	0.3938
O	0.153	0.2626	0.0887
O	-0.144	0.0774	0.4274
O	-0.0003	-0.0705	0.0552
O	0.2149	-0.0272	0.3675
O	-0.1134	0.1516	0.4023
O	0.0252	-0.0647	0.1733
O	-0.1249	0.0575	0.1886
O	0.1226	-0.0466	0.2276
O	-0.2517	-0.3223	0.6562
O	-0.0618	0.0769	0.0424
O	0.0592	0.2989	-0.0869
O	-0.0156	0.1499	0.1231
O	-0.0346	0.0462	0.2826
O	-0.2091	0.3265	-0.2615
O	-0.0024	0.2339	0.1131
O	-0.289	0.283	0.1602
O	0.2059	0.106	-0.3215
O	0.3584	-0.135	0.4368
O	-0.4146	-0.526	0.1373
O	-0.3147	-0.0434	0.1088
O	0.2298	-0.1807	0.3885
O	0.2132	0.1436	0.4793
O	0.0195	0.0461	-0.2392
O	-0.0395	-0.051	-0.0238
O	-0.0311	-0.3315	0.1278
O	-0.0467	-0.2424	0.3499
O	0.0274	-0.1897	0.3287
O	0.0995	0.2479	0.058
O	0.1573	0.2105	-0.0904
O	0.3224	-0.2109	-0.0841
O	0.2199	-0.2223	-0.1619
O	0.0265	-0.1644	-0.1611
O	0.1931	0.0124	-0.0326
O	0.0705	0.397	0.0405
O	-0.1472	0.1739	0.3779
O	-0.0277	-0.033	0.3573
O	-0.1732	0.1515	-0.0844
O	0.1064	0.1697	-0.0533
O	0.089	-0.183	0.1944
O	0.1682	-0.2563	0.426
O	0.1235	0.1485	0.5129
O	-0.148	-0.126	0.2736
O	0.2692	0.1693	0.3758
O	-0.0419	-0.0838	0.0384
O	0.3422	-0.1264	-0.2518
O	0.0489	0.1109	0.224
O	0.3167	0.0735	-0.0624
O	0.2213	-0.043	0.5063
O	-0.2148	-0.0806	-0.012
O	-0.2082	-0.0049	0.0077
O	-0.1351	0.042	0.0872
O	-0.043	0.0115	0.0005
O	0.0814	-0.3484	0.3896
O	0.1065	0.161	0.1021
O	0.2785	0.1809	0.2292
O	-0.2367	0.2313	0.2645
O	0.2101	-0.2191	0.0497
O	0.3007	0.3469	0.1902
O	0.1117	-0.0474	0.2156
O	0.1962	-0.0943	-0.1054
O	0.1402	-0.3709	0.1334
O	-0.3398	0.0614	0.3026
O	-0.162	-0.266	0.1388
O	0.0615	-0.092	0.5073
O	0.1501	0.0782	-0.1466
O	0.1784	-0.2279	0.2523
O	-0.0654	0.1172	-0.2432
O	-0.0913	0.0362	-0.2562
O	0.0403	-0.0803	-0.1959
O	0.0896	-0.0748	0.0709
O	0.0117	-0.0478	-0.207
O	0.2982	0.0897	0.2114
O	-0.0678	0.0184	-0.2501
O	-0.1713	0.1928	0.1175
O	0.1122	-0.0505	-0.1733
O	-0.2115	0.1798	-0.2256
O	0.2403	-0.3182	-0.4229
O	0.1058	-0.0381	-0.2229
O	-0.0727	-0.0823	-0.2018
O	0.0657	0.2016	-0.2837
O	0.0094	-0.1517	0.0676
O	0.1181	-0.2703	0.2136
O	0.0584	-0.1854	-0.438
O	0.0777	0.1858	-0.0902
O	-0.043	0.1965	-0.4073
O	0.0238	0.1312	-0.4289
O	0.0323	0.2294	-0.2036
O	-0.2086	-0.2595	0.1446
O	-0.1422	-0.0184	-0.158
O	0.1816	-0.0411	0.0787
O	-0.1543	-0.0427	-0.0491
O	0.138	0.252	-0.2236
O	0.1842	0.1653	-0.3953
O	-0.0443	-0.141	-0.0787
O	-0.1746	0.1205	0.2284
O	0.0261	-0.2229	-0.1881
O	0.0504	0.0069	-0.6252
O	-0.1693	0.2238	-0.1931
O	-0.127	0.2202	-0.5113
O	0.0982	-0.0837	-0.3831
O	-0.1307	-0.1677	-0.2252
O	-0.079	0.2771	-0.1032
O	-0.074	-0.1342	0.1039
O	-0.0694	-0.021	0.1528
O	-0.2172	-0.0891	-0.3401
O	0.0211	0.0796	-0.2771
O	0.0076	-0.1223	-0.3667
O	0.0392	-0.009	-0.0229
O	0.335	0.1021	0.0109
O	-0.0761	0.1515	-0.1306
O	0.2066	-0.4465	-0.4527
O	-0.2166	0.0442	-0.0959
O	0.054	-0.1404	-0.33
O	-0.0096	-0.1745	0.2173
O	0.2963	0.0373	-0.1466
O	-0.0006	0.0098	-0.4411
O	0.0476	0.0591	-0.0213
O	0.0281	0.0866	-0.435
O	0.0426	0.1288	-0.5729
O	0.3541	-0.1152	0.0281
O	0.092	-0.0779	-0.0039
O	-0.2018	-0.1236	0.3309
O	-0.1811	-0.0562	-0.0821
O	-0.3456	0.0729	-0.1841
O	0.1725	0.3194	-0.1172
O	0.331	0.2607	-0.4298
O	-0.1614	0.1613	-0.2512
O	0.1704	0.3246	0.1779
O	-0.1091	-0.0129	-0.3775
O	-0.0163	-0.0382	-0.0095
O	0.0501	-0.0999	-0.0161
O	-0.076	-0.2412	-0.1082
O	-0.4181	0.1165	0.0726
O	-0.2007	-0.0973	0.2797
O	-0.1689	-0.0384	-0.4263
O	-0.2009	-0.1522	-0.3092
O	-0.0682	-0.3513	-0.414
O	0.1519	0.1452	0.1638
O	0.1812	0.1445	0.1705
O	-0.1847	0.0969	-0.2879
O	0.1118	0.0156	-0.1047
O	-0.162	-0.3645	-0.1975
O	0.11	-0.1245	-0.0174
O	0.0788	0.1983	-0.3768
O	0.0521	-0.2716	-0.2969
O	-0.2023	0.2199	0.1799
O	0.1856	-0.1329	-0.0288
O	0.2646	-0.2192	-0.0183
O	0.0335	0.2214	-0.2016
O	-0.0768	-0.0681	0.04
O	0.0555	0.298	-0.3113
O	0.1589	-0.04	0.0156
O	-0.0941	0.0894	-0.2342
O	-0.0791	-0.1295	-0.3297
O	-0.0136	-0.1024	0.1822
O	-0.0253	-0.126	-0.0893
O	-0.0944	0.147	-0.4163
O	0.1628	0.1529	0.1499
O	0.1504	-0.001	-0.1726
O	-0.2749	-0.1249	0.149
O	-0.1669	-0.2164	-0.2819
O	0.142	0.004	-0.1257
O	0.158	0.1887	-0.3281
O	-0.1764	-0.0036	0.0252
O	-0.1318	-0.2201	0.0677
O	-0.0887	0.0304	-0.1203
O	0.2482	0.0508	-0.155
O	-0.1367	0.1852	-0.0921
O	0.1034	-0.0003	-0.1984
O	-0.1738	-0.0125	-0.2334
O	-0.2144	0.0597	0.1964
O	-0.1797	-0.0312	-0.2375
O	-0.2124	-0.0557	-0.059
O	0.0835	-0.4208	-0.4172
O	0.0309	-0.0561	-0.1418
O	-0.096	0.2161	-0.0604
O	0.0981	0.0553	0.0175
O	-0.3425	-0.0752	-0.0383
O	0.0946	0.2136	-0.1652
O	-0.0957	-0.1336	0.2944
O	0.0348	-0.2326	-0.4546
O	-0.2511	-0.2388	0.0389
O	-0.2325	0.0601	0.0555
O	0.0315	-0.35	0.0269
O	-0.2615	-0.1701	-0.3703
O	-0.1481	-0.0299	-0.1231
O	0.047	-0.1779	-0.0061
O	0.0775	0.2511	-0.0744
O	0.0624	0.0139	-0.1788
O	0.219	-0.0559	-0.0077
O	-0.0487	-0.0231	0.0848
O	-0.1463	-0.0262	-0.1658
O	-0.0665	-0.0601	0.154
O	-0.1264	-0.3549	0.0233
O	0.3488	0.2507	0.0129
O	0.1012	0.0541	-0.2383
O	0.2836	-0.0917	-0.301
O	0.3087	0.0392	-0.1832
O	-0.0759	-0.1147	-0.133
O	-0.1502	-0.2241	-0.1968
O	-0.1429	0.0847	0.1336
O	0.0215	0.0268	-0.2959
O	0.0545	0.0558	-0.3532
O	0.065	0.0596	0.1576
O	0.1557	-0.16	-0.238
O	0.1445	-0.1732	-0.0106
O	-0.0918	-0.1497	-0.0454
O	0.0744	-0.0721	-0.0033
O	0.0049	0.0648	-0.2024
O	-0.1304	0.103	0.0147
O	0.0548	0.0297	0.0778
O	-0.0309	-0.1573	0.198
O	-0.0854	-0.0222	0.0292
O	-0.0069	-0.0126	-0.1528
O	-0.2416	-0.0601	0.248
O	-0.1226	0.1494	0.0854
O	0.0483	-0.0359	0.0124
O	0.1525	-0.068	-0.1661
O	-0.2858	0.0459	-0.0787
O	0.0359	-0.2797	-0.118
O	-0.047	-0.0312	-0.0245
O	0.0448	0.0255	0.0155
O	0.1964	-0.0998	-0.0653
O	0.239	0.1753	-0.0937
O	0.0333	-0.0845	0.091
O	0.141	0.1394	-0.1781
O	0.2001	0.269	0.095
O	-0.0493	0.0621	0.1557
O	-0.019	-0.0646	0.323
O	-0.1441	-0.1111	-0.0123
O	0.0566	0.2841	-0.4083
O	-0.1618	-0.1858	0.0915
O	-0.0828	-0.0294	0.0603
O	-0.3025	-0.0401	0.1998
O	0.0034	0.2563	-0.1023
O	0.2953	-0.2517	0.0775
O	0.0409	0.0398	0.1251
O	0.0523	0.1022	-0.1612
O	0.0925	0.2555	-0.0464
O	-0.1876	-0.1414	-0.081
O	-0.1983	0.245	-0.1412
O	0.2145	0.0908	0.0165
O	-0.0532	-0.1379	-0.0809
O	0.0608	-0.1911	-0.0794
O	-0.0419	0.2583	0.2019
O	-0.1077	-0.2282	-0.2746
O	0.1409	0.0021	0.2338
O	0.1486	-0.131	0.1748
O	-0.0501	-0.1354	0.145
O	-0.0871	-0.2447	0.156
O	-0.1594	-0.2194	0.1099
O	-0.2615	0.118	-0.1731
O	-0.0761	0.1088	-0.1801
O	-0.009	0.0795	0.0527
O	0.1471	0.1228	0.2077
O	-0.0156	0.2474	-0.177
O	0.1319	-0.0373	-0.2074
O	-0.1208	0.0002	0.222
O	-0.1107	-0.2164	0.1642
O	-0.1879	-0.143	0.2148
O	0.2105	0.0246	-0.0359
O	-0.2668	-0.184	0.1766
O	0.0112	-0.1732	0.12
O	-0.0655	-0.1012	-0.0475
O	-0.1376	-0.0521	-0.189
O	0.0122	-0.1378	-0.0039
O	-0.0519	-0.1255	0.3779
O	0.152	0.0633	-0.0278
O	-0.0744	-0.2967	-0.3895
O	0.0551	-0.2755	0.0032
O	0.0623	0.3745	0.0201
O	0.1232	-0.2646	0.334
O	0.0753	0.1656	0.2344
O	-0.0985	0.0586	0.0844
O	-0.0493	0.211	0.0979
O	0.1107	0.2181	-0.0377
O	-0.1015	-0.2551	0.4968
O	-0.1455	0.0659	0.0688
O	-0.0947	-0.306	-0.1809
O	-0.1048	0.1752	-0.0978
O	-0.1788	0.1145	-0.0904
O	-0.1296	-0.027	0.2884
O	0.2131	0.2053	0.1963
O	0.1073	-0.1783	0.3256
O	0.2142	-0.2838	0.2329
O	0.2865	0.0113	0.1783
O	0.1241	-0.0476	-0.1592
O	-0.0969	0.2638	0.2691
O	0.0208	-0.0012	0.2403
O	-0.1521	-0.0683	0.0745
O	-0.1144	-0.0799	0.3675
O	-0.1364	-0.1177	-0.332
O	0.0144	0.1665	0.3336
O	0.1983	0.314	0.1775
O	-0.0422	-0.0804	0.0519
O	0.0005	-0.0299	0.3624
O	-0.086	-0.2207	-0.1593
O	-0.1179	-0.1589	0.041
O	0.0439	-0.2264	0.1712
O	-0.3542	0.0106	0.1242
O	0.2276	0.06	-0.2157
O	0.0293	-0.1045	0.1238
O	0.091	-0.0497	0.0526
O	0.2711	-0.0906	0.1573
O	-0.088	-0.195	-0.2092
O	0.0961	-0.01	-0.0765
O	-0.0041	0.0313	0.0262
O	0.0074	-0.1066	0.3286
O	-0.0055	-0.0029	0.1633
O	-0.0469	0.3418	0.0686
O	-0.0233	0.1728	-0.1245
O	0.2206	-0.152	0.2429
O	-0.119	-0.2265	-0.1203
O	-0.056	0.2256	-0.1884
O	-0.0751	-0.0461	0.3219
O	-0.3283	0.1962	0.285
O	-0.1838	-0.163	0.0584
O	-0.1412	-0.1311	-0.1625
O	0.0223	-0.0467	0.15
O	-0.1436	0.0156	0.2928
O	0.0912	-0.0292	-0.0355
O	-0.0846	0.1691	0.2479
O	-0.083	-0.133	0.3742
O	0.1618	-0.3548	0.1491
O	-0.0166	0.1163	0.2071
O	-0.2085	0.3667	0.0043
O	0.1582	-0.2076	0.5358
O	-0.0071	-0.0528	-0.1029
O	-0.1517	-0.1352	0.407
Si	-0.1844	0.0001	0.0048
Si	-0.0595	0.0426	-0.0156
Si	0.0392	0.0334	0.0412
Si	0.0423	0.0901	-0.003
Si	-0.0447	-0.1123	-0.0408
Si	0.0879	0.0168	-0.034
Si	-0.0744	0.0098	-0.0463
Si	-0.0125	-0.0215	-0.0591
Si	0.0394	-0.0105	-0.0472
Si	0.0133	-0.0152	-0.0546
Si	0.032	-0.0341	-0.0125
Si	0.0625	-0.0162	-0.0066
Si	0.1086	-0.006	-0.0393
Si	0.0399	0.0415	-0.0086
Si	-0.078	0.0131	-0.0078
Si	-0.0407	0.0308	-0.0131
Si	0.0142	0.0702	-0.0449
Si	-0.0431	-0.0221	0.0015
Si	0.025	-0.0675	0.0073
Si	-0.0212	-0.0073	-0.0532
Si	0.0347	0.0455	-0.0538
Si	0.0015	-0.0016	-0.0522
Si	-0.0614	-0.022	-0.0399
Si	-0.0038	0.0244	-0.0321
Si	0.0409	-0.0183	-0.0386
Si	-0.0147	-0.0137	0.1044
Si	-0.0155	-0.0636	0.1063
Si	0.0536	-0.0419	0.0177
Si	-0.0204	0.038	-0.0568
Si	-0.0893	-0.0478	-0.0609
Si	0.0661	0.0693	-0.0052
Si	0.0279	0.0104	-0.0858
Si	0.0035	0.0256	-0.0838
Si	-0.0416	-0.0043	-0.0618
Si	-0.0092	0.0088	-0.0243
Si	-0.0011	0.0958	-0.0232
Si	0.1024	-0.071	-0.0273
Si	0.0101	0.0025	-0.0207
Si	0.0011	-0.0764	-0.008
Si	0.0103	-0.0572	0.0005
Si	0.0146	0.02	0.0016
Si	-0.0743	0.0494	0.0287
Si	0.0168	-0.0181	-0.0122
Si	-0.0206	0.0253	0.0141
Si	-0.0276	0.0062	-0.0113
Si	0.049	-0.0036	-0.0093
Si	-0.0169	0.0131	-0.0025
Si	-0.0129	0.033	-0.012
Si	-0.0407	-0.0037	-0.0003
Si	0.0198	0.0058	-0.0329
Si	0.0265	-0.0211	-0.0146
Si	0.0032	-0.0201	-0.0427
Si	0.038	-0.0181	-0.0025
Si	-0.0304	0.019	-0.0215
Si	-0.0323	0.0028	-0.0031
Si	0.0028	-0.0248	-0.0004
Si	0.0017	-0.0003	0.0196
Si	0.0561	-0.0239	0.0092
Si	0.0181	0.068	-0.0145
Si	0.0394	-0.0107	0.011
Si	0.0569	-0.0482	0.0034
Si	-0.0703	0.0306	-0.0287
Si	-0.0793	0.1007	-0.0224
Si	-0.0356	0.069	0.0339
Si	-0.0051	0.019	-0.0101
Si	0.0305	0.0054	-0.033
Si	-0.0178	-0.0513	0.0188
Si	-0.0282	-0.028	0.0041
Si	0.0038	-0.0319	0.0037
Si	0.0105	-0.0062	-0.0154
Si	-0.0046	-0.0134	0.0054
Si	0.0092	-0.003	0.0131
Si	-0.0347	0.0222	-0.0069
Si	-0.0644	0.0068	0.0187
Si	0.0118	0.0241	-0.0137
Si	0.0139	0.0323	0.0013
Si	0.0036	-0.0356	-0.0022
Si	0.0376	0.0294	-0.0142
Si	0.0075	-0.014	-0.0089
Si	0.0534	-0.036	0.0128
Si	-0.0062	0.015	0.0094
Si	0.0173	-0.013	0.0009
Si	-0.053	0.0068	0.0149
Si	-0.0031	0.0295	-0.0038
Si	-0.0263	-0.0189	0.0045
Si	0.0346	0.0302	-0.0032
Si	-0.0043	0.0017	0.0133
Si	-0.0173	-0.0246	0.0213
Si	0.0252	0.0129	-0.0084
Si	-0.027	0.0048	0.012
Si	0.0368	-0.0084	0.0014
Si	-0.0097	-0.0145	-0.0086
Si	-0.0117	-0.0215	-0.0012
Si	0.0229	0.0276	-0.0111
Si	0.0104	0.0083	-0.0104
Si	-0.0047	-0.0129	-0.0075
Si	0.0251	0.0414	0.0147
Si	-0.0444	0.0018	0.0185
Si	0.0203	-0.0263	0.0308
Si	0.026	-0.0322	0.0125
Si	0.018	-0.0126	0.0039
Si	0.0082	-0.0485	0.0098
Si	-0.0183	-0.0184	-0.0082
Si	0.0006	0.0141	-0.0041
Si	-0.0139	0.0262	-0.0053
Si	-0.0006	0.0221	-0.003
Si	0.0045	0.0439	0.0033
Si	-0.0515	-0.0053	0.0023
Si	0.0213	-0.0094	-0.0013
Si	0.0267	-0.0013	-0.0088
Si	-0.0112	-0.023	0.0024
Si	0.0134	-0.0306	0.0013
Si	-0.0167	0.0195	0.0072
Si	-0.0111	-0.0065	0.0059
Si	0.0031	-0.0081	-0.004
Si	-0.0307	0.0007	0.0125
Si	-0.005	0.0005	-0.0103
Si	-0.0064	0.0155	-0.0007
Si	0.0217	0.008	-0.0082
Si	0.0033	-0.0001	-0.012
Si	0.0149	0.0112	-0.0025
Si	0.0139	-0.0144	-0.0077
Si	0.0132	-0.0206	0.0045
Si	0.0044	0.0049	-0.0038
Si	-0.0082	-0.0044	0.011
Si	-0.0215	0.0076	-0.0035
Si	-0.0271	0.0003	0.0085
Si	0.0055	-0.0044	0.0096
Si	0.0097	0.0048	-0.0007
Si	0.0085	-0.0239	0.0068
Si	-0.0031	0.013	-0.0167
Si	0.0303	-0.0014	-0.0004
Si	-0.0134	0.007	-0.0019
Si	-0.0035	-0.0059	0.0015
Si	-0.0317	0.0256	0.0072
Si	-0.0265	0.0103	-0.0057
Si	-0.0254	-0.0054	0.0013
Si	-0.032	0.0198	0.0097
Si	-0.0024	-0.0111	0.0021
Si	-0.0001	-0.0251	0.0014
Si	0.0123	-0.0097	0.0028
Si	-0.0073	-0.009	0.004
Si	0.0323	-0.007	0.0054
Si	0.0402	-0.0054	-0.005
Si	-0.0222	0.0035	0.0023
Si	-0.0142	0.0019	0.0042
Si	-0.0248	-0.0109	0.0078
Si	0.0073	0.0073	0.0059
Si	0.0232	0.006	0.001
Si	0.0244	-0.0086	0.0023
Si	0.0189	-0.0131	-0.0069
Si	0.0355	0.0016	-0.0054
Si	-0.0082	0.0024	-0.0076
Si	0.0024	-0.0018	-0.0055
Si	-0.0255	0.01	0.0053
Si	-0.0257	0.0093	0.0036
Si	-0.0104	0.0128	0.008
Si	-0.0003	0.0101	0.0092
Si	-0.0082	-0.002	0.0111
Si	-0.0086	-0.0211	0.0074
Si	0.0107	0.0071	0.0023
Si	0.0093	0.0013	0.0059
Si	0.0136	-0.011	-0.0004
Si	-0.0018	-0.014	-0.0073
Si	0.0201	0.0035	-0.0071
Si	0.0029	0.0126	-0.0102
Si	-0.0037	0.0141	-0.0059
Si	0.0019	0.0231	-0.0059
Si	-0.0003	0.0231	0.0093
Si	0.0062	0.0281	0.0115
Si	0.0097	-0.0086	0.013
Si	0.0203	0.0023	0.0129
Si	0.0169	-0.0238	0.003
Si	0.0238	-0.0175	-0.0037
Si	0.0049	0.0011	-0.0011
Si	-0.0129	-0.0021	-0.009
Si	-0.003	0.0056	-0.0029
Si	-0.0056	0.0128	-0.0017
Si	-0.0239	0.0005	-0.0017
Si	-0.0434	0.0063	0.0035
Si	0.0075	0.0086	-0.0004
Si	0.0083	0.0026	0.0016
Si	0.0042	-0.0051	-0.0055
Si	-0.0028	-0.0162	-0.0006
Si	-0.0132	-0.0035	0.0015
Si	-0.0061	0.0033	0.005
Si	-0.0128	-0.0145	0.0033
Si	-0.0185	-0.0026	0.0033
Si	0.0049	0.0064	-0.0028
Si	0.0047	0.0061	-0.0041
Si	0.0106	0.0024	-0.0058
Si	0.0113	0.0023	-0.0079
Si	0.0104	-0.0091	-0.0058
Si	0.0032	-0.001	-0.0032
Si	0.0098	-0.0086	0.0079
Si	-0.0143	0.0127	0.0064
Si	-0.0131	-0.0062	0.0043
Si	-0.0138	-0.0124	0.0003
Si	-0.009	0.0042	0.0002
Si	0.0034	0.0008	-0.0008
Si	-0.0065	-0.0003	-0.0025
Si	0.0158	-0.0043	0.0001
Si	0.0153	0.0026	-0.006
Si	0.0184	0.0025	-0.0028
Si	0.0038	-0.0092	-0.0016
Si	-0.0035	-0.0016	0.0019
Si	-0.0074	-0.0059	-0.0014
Si	-0.0162	-0.01	0.0013
Si	-0.0241	0.006	0.0088
Si	-0.0253	0.0106	0.0104
Si	-0.0089	-0.0072	0.0008
Si	0.006	-0.0056	-0.0021
Si	0.0015	-0.0036	-0.0041
Si	0.0079	-0.0081	-0.0053
Si	0.0284	0.0046	-0.0024
Si	0.0166	0.0014	-0.0027
Si	-0.0054	0.0031	0.0033
Si	-0.0076	0.0021	0.0017
Si	-0.0079	-0.0008	0.0083
Si	-0.005	-0.0023	0.0027
Si	0.015	-0.0066	-0.0042
Si	0.0121	0.0066	0.0088
Si	0.0099	-0.0023	-0.0107
Si	0.0138	0.0037	-0.0035
Si	-0.0121	0.0026	-0.0001
Si	0.0157	0.0009	-0.0044
Si	-0.0152	0.0142	0.0038
Si	-0.001	0.0044	0.0027
Si	-0.0061	0.0087	0.0031
Si	-0.0122	0.0173	0.0038
Si	-0.0013	-0.0055	0.0021
Si	0.0075	-0.0059	0.0097
Si	0.0126	-0.0031	0.0055
Si	0.0075	-0.0151	-0.0022
Si	0.0137	-0.0086	-0.0065
Si	0.0174	-0.0046	-0.0033
Si	0.0051	0.0003	-0.006
Si	-0.006	0.0029	-0.0102
Si	-0.0117	0.0112	0.0018
Si	-0.0108	0.0137	-0.0031
Si	-0.0057	0.0203	0.0081
Si	-0.0072	0.009	0.0025
Si	0.0145	-0.0071	0.0011
Si	-0.0012	-0.0046	0.0114
Si	0.01	-0.0049	-0.0038
Si	0.0142	0.0017	0.0028
Si	0.0076	-0.0063	-0.0012
Si	0.0034	-0.0071	-0.0057
Si	-0.0134	0.0071	-0.004
Si	-0.01	-0.0021	-0.0006
Si	-0.0144	0.0135	-0.0008
Si	-0.0192	0.0056	-0.0006
Si	-0.0025	-0.0112	0.0017
Si	0.0142	0.0011	-0.0055
Si	0.0028	-0.0149	0.0003
Si	-0.0037	-0.0091	0.0003
Si	-0.0124	-0.0066	0.0053
Si	-0.0057	-0.0149	0.0027
Si	-0.0113	-0.0025	-0.0022
Si	0.0007	-0.0096	0.0048
Si	-0.0013	-0.0063	-0.0004
Si	0.0028	0.0183	-0.0022
Si	0.0071	0.0078	-0.0071
Si	-0.0008	0.0069	-0.0087
Si	-0.005	-0.0071	-0.0007
Si	0.0092	-0.0166	-0.003
Si	0.0029	0.0033	0.0076
Si	-0.0015	-0.0115	-0.0014
Si	-0.0099	0.0001	0.0038
Si	-0.0089	0.0075	0.0051
Si	-0.0007	-0.0021	-0.0046
Si	-0.0209	-0.0063	-0.001
Si	0.0101	0.011	-0.0084
Si	0.0119	-0.0066	-0.004
Si	0.0136	0.0005	-0.0026
Si	0.0155	0.0118	-0.0076
Si	0.0106	-0.0003	-0.0067
Si	-0.0038	0.0018	-0.0086
Si	-0.0179	-0.0148	0.0038
Si	0.011	0.0041	-0.0016
Si	-0.0084	0.0022	0.0015
Si	-0.0083	-0.0031	0.0055
Si	-0.0084	0.0083	0.0008
Si	-0.0114	0.0052	0.0048
Si	0.0118	-0.0057	-0.0042
Si	0.0105	0.0128	0.0037
Si	0.0038	-0.0015	-0.0086
Si	0.0046	-0.0037	-0.0043
